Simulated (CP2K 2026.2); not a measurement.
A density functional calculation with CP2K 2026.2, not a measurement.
Periodic cell of 2016 atoms, Si1440O576, from a study of silicon, its oxide and their interface. The atomic structure is a simulated model.
Doubt: the forces sum to 1.64 eV/angstrom along one axis rather than to zero, so they err by at least 0.0008 eV/angstrom per atom on average; the grid cutoff is modest.

Settings: functional PBE; method Gaussian and plane waves; basis set DZVP-MOLOPT-SR-GTH; pseudopotentials GTH-PBE; grid cutoff 300 Ry, relative cutoff 40 Ry; k points Gamma only; occupations fixed; spin none; net charge 0.

Cell vectors (angstrom)
a 65.28 0 0
b 0 16.32 0
c -0.2715 -0.1853 33.3395

Atoms and the computed forces on them: element, x, y, z (angstrom), force x, y, z (eV/angstrom)
Si 1.895 -1.821 -0.14 -0.186 0.166 0.741
Si 3.695 2.024 -0.137 0.091 -0.354 0.676
Si 1.42 4.104 0.435 0.016 0.028 0.543
Si 4.071 7.013 0.1 0.137 -0.181 0.75
Si 1.778 -7.161 -0.093 -0.315 0.222 0.747
Si 4.071 -4.021 0.4 0.011 -0.016 0.522
Si 7.055 -1.581 0.147 -0.217 0.171 0.673
Si 9.286 1.543 0.029 0.212 -0.236 0.693
Si 7.092 3.774 0.233 -0.153 0.081 0.868
Si 9.55 6.568 -0.066 -0.11 0.183 0.638
Si 6.386 10.272 0.13 -0.041 -0.255 0.706
Si 9.302 -3.777 0.265 0.113 -0.162 0.683
Si 12.275 -1.584 0.122 -0.037 0.227 0.748
Si 15.09 1.237 0.076 -0.15 0.13 0.757
Si 11.757 4.353 0.05 0.202 -0.011 0.715
Si 14.519 7.151 0.164 0.048 -0.085 0.691
Si 12.226 -7.076 0.15 0.013 0.212 0.676
Si 14.559 -3.715 0.059 0.135 -0.159 0.747
Si 17.282 -0.97 0.097 0.09 -0.137 0.801
Si 20.123 1.7 0.06 0.143 -0.157 0.741
Si 17.88 3.903 -0.024 -0.213 0.142 0.754
Si 19.978 7.302 -0.007 0.142 -0.32 0.728
Si 17.667 -6.875 0.063 -0.137 0.223 0.713
Si 20.515 -4.177 0.059 -0.2 0.056 0.737
Si 23.259 -1.487 0.086 -0.127 0.124 0.737
Si 25.514 1.591 0.111 0.296 -0.261 0.639
Si 23.371 4.01 -0.058 -0.372 0.21 0.625
Si 26.143 6.402 -0.206 -0.077 0.255 0.653
Si 22.553 -6.558 -0.133 0.339 -0.105 0.693
Si 25.409 -3.756 -0.051 0.152 -0.216 0.784
Si 28.785 -1.763 -0.14 -0.146 0.265 0.753
Si 31.579 1.152 0.106 -0.242 0.058 0.759
Si 28.388 4.117 -0.229 0.215 -0.112 0.701
Si 31.893 6.172 -0.041 -0.23 0.11 0.803
Si 28.816 -6.899 -0.454 -0.087 -0.149 0.751
Si 31.043 12.35 0.014 0.27 -0.056 0.702
Si 33.769 -1.026 0.199 0.02 -0.201 0.75
Si 36.096 1.745 0.326 0.266 -0.029 0.775
Si 33.985 4.021 0.579 -0.007 0.074 0.494
Si 36.468 6.937 0.054 0.143 -0.049 0.75
Si 34.286 9.147 -0.054 -0.085 0.172 0.71
Si 37.057 12.027 0.139 -0.232 -0.012 0.717
Si 39.505 -1.433 0.149 -0.09 0.133 0.623
Si 41.953 1.538 -0.049 0.141 -0.069 0.653
Si 39.757 3.787 -0.024 -0.201 0.062 0.742
Si -22.611 6.225 -0.093 -0.144 0.146 0.78
Si 39.242 9.817 -0.004 0.086 -0.121 0.764
Si -23.41 12.781 -0.071 0.245 -0.218 0.726
Si -19.856 -1.348 -0.186 -0.495 0.333 0.625
Si -18.126 1.96 0.086 0.256 -0.109 0.728
Si -20.367 4.133 0.433 -0.075 0.059 0.472
Si -17.787 7.008 0.235 0.042 -0.062 0.685
Si -20.013 9.191 0.06 -0.137 0.042 0.725
Si -17.959 12.364 -0.13 0.398 -0.195 0.69
Si -14.474 -1.862 -0.188 -0.361 0.297 0.743
Si -12.47 1.508 0.1 0.237 -0.114 0.728
Si -14.495 3.936 -0.03 -0.372 0.174 0.704
Si -12.167 6.744 0.615 0.079 -0.059 0.584
Si -14.378 8.921 0.107 -0.117 0.215 0.645
Si -12.083 12.414 0.238 0.031 -0.254 0.572
Si -9.344 -1.525 0.229 -0.106 0.285 0.724
Si -6.805 1.482 0.239 -0.009 0.061 0.624
Si -10.078 4.553 0.14 0.15 -0.196 0.815
Si -7.023 6.752 0.13 0.177 -0.117 0.6
Si -9.216 -7.353 0.213 0.001 0.261 0.68
Si -7.089 -3.742 0.029 0.249 -0.358 0.728
Si -3.74 -1.648 -0.022 -0.242 0.226 0.762
Si -1.499 1.618 0.087 0.046 -0.081 0.639
Si -3.613 3.854 0.34 -0.107 -0.093 0.588
Si -0.832 6.151 0.146 0.03 0.228 0.721
Si -4.213 -6.942 0.012 0.147 0.096 0.748
Si -1.596 -3.977 0.065 0.212 -0.108 0.702
Si 2.795 0.058 1.076 0.002 0.032 -0.048
Si 5.361 2.757 1.411 -0.017 -0.022 -0.054
Si 2.889 5.518 1.527 0.017 0.045 -0.038
Si 5.514 8.356 1.33 0.017 0.006 -0.059
Si 2.672 -5.536 1.427 -0.013 -0.016 -0.048
Si 5.473 -2.6 1.555 0.034 -0.008 -0.034
Si 8.165 0.015 1.434 0.007 0.027 -0.054
Si 10.744 2.769 1.419 -0.007 0.009 -0.04
Si 8.156 5.443 1.453 0.013 -0.018 -0.054
Si 10.689 -8.239 1.42 -0.028 -0.02 -0.054
Si 8.068 -5.273 1.557 0.022 -0.037 -0.05
Si 10.824 -2.646 1.59 0.017 0.001 -0.04
Si 13.48 0.063 1.327 0.016 -0.01 -0.051
Si 16.269 2.818 1.332 0.023 -0.015 -0.07
Si 13.388 5.494 1.36 -0.021 0.005 -0.052
Si 16.154 -8.053 1.404 0.014 -0.001 -0.043
Si 13.432 -5.378 1.31 -0.004 -0.006 -0.028
Si 16.149 -2.586 1.385 -0.003 0.009 -0.057
Si 18.955 0.106 1.345 -0.008 0.023 -0.051
Si 21.732 2.879 1.267 0.017 -0.007 -0.026
Si 18.971 5.551 1.228 0.019 0.018 -0.038
Si 21.57 -8.028 1.391 0 0.01 -0.051
Si 18.905 -5.33 1.34 0.026 -0.014 -0.053
Si 21.713 -2.681 1.374 0.015 -0.012 -0.056
Si 24.417 0.022 1.426 0.001 -0.026 -0.031
Si 27.231 2.681 1.246 -0.006 0.035 -0.052
Si 24.513 5.527 1.267 0.007 -0.012 -0.051
Si 27.307 -8.202 0.949 0.024 0.002 -0.083
Si 24.32 -5.484 1.104 -0.034 0.009 -0.033
Si 27.139 -2.77 1.223 -0.009 -0.009 -0.025
Si 29.89 -0.088 1.189 0.005 -0.004 -0.084
Si 32.559 2.598 1.671 -0.017 -0.025 -0.05
Si 30 5.287 1.116 -0.017 -0.004 -0.047
Si 32.745 7.974 1.275 -0.019 -0.016 -0.058
Si 29.92 10.723 1.219 -0.014 0.016 -0.051
Si 32.619 -2.757 1.288 0.008 -0.022 -0.037
Si 35.237 0.046 1.639 -0.007 -0.013 -0.083
Si 38.039 2.741 1.288 0.004 -0.013 -0.077
Si 35.42 5.502 1.599 0.022 0.05 -0.04
Si 38.116 8.147 1.261 -0.02 0.012 -0.064
Si 35.398 10.792 1.263 -0.017 0.009 -0.045
Si 38.108 -2.724 1.492 0.006 0.011 -0.054
Si 40.787 0.074 1.373 0.009 -0.016 -0.031
Si -21.801 2.624 1.442 -0.061 0.007 -0.057
Si -24.336 5.325 1.295 0.015 0.001 -0.098
Si -21.689 8.026 1.215 -0.017 0.008 -0.087
Si -24.402 10.992 1.214 -0.018 0.004 -0.033
Si -21.662 -2.489 1.101 0.073 -0.009 -0.046
Si -18.948 0.141 1.38 0.019 0.022 -0.028
Si -16.274 2.877 1.193 0.071 -0.037 -0.056
Si -18.973 5.537 1.608 -0.014 0.013 -0.03
Si -16.166 8.14 1.455 -0.018 0.027 -0.036
Si -18.986 10.853 1.343 0.014 -0.006 -0.052
Si -16.208 -2.863 1.106 -0.013 0.004 -0.059
Si -13.625 -0.127 1.273 -0.008 -0.034 -0.046
Si -10.948 2.747 1.413 0.017 0.002 -0.082
Si -13.601 5.317 1.66 -0.018 -0.06 -0.072
Si -10.7 8.077 1.775 0.039 0.031 -0.054
Si -13.363 10.724 1.302 -0.013 0.006 -0.047
Si -10.779 -2.673 1.661 0.025 0.003 -0.03
Si -8.189 0.086 1.49 0.015 -0.015 -0.034
Si -5.296 2.7 1.507 -0.012 0.019 -0.009
Si -8.27 5.351 1.482 -0.015 -0.019 -0.035
Si -5.406 7.951 1.397 -0.055 -0.009 -0.027
Si -8.123 -5.511 1.265 0.016 -0.008 -0.044
Si -5.408 -2.699 1.316 0.02 0.019 -0.011
Si -2.642 -0.03 1.325 0.001 -0.015 -0.028
Si 0.007 2.671 1.576 -0.022 0.003 -0.024
Si -2.416 5.291 1.661 -0.009 0.043 -0.036
Si 0.12 8.052 1.228 -0.013 0.029 -0.065
Si -2.807 -5.525 1.338 -0.002 -0.034 -0.065
Si 0.125 -2.8 1.214 -0.018 0.022 -0.042
Si 1.443 1.24 2.692 0.039 -0.026 0.03
Si 4.163 4.125 2.87 0.015 0.011 0.017
Si 1.438 6.854 2.802 -0.001 -0.006 0.013
Si 4.11 9.546 2.809 -0.008 0 0.014
Si 1.321 -4.137 2.729 -0.017 -0.002 0.004
Si 4.06 -1.186 2.713 -0.044 0.018 0.024
Si 6.711 1.344 2.748 0.022 -0.005 0.024
Si 9.458 4.104 2.856 0.008 0.004 0.027
Si 6.803 6.902 2.709 -0.053 -0.012 0.01
Si 9.412 -6.781 2.761 0.018 0.011 0.004
Si 6.802 -3.927 2.955 -0.012 0.013 0.022
Si 9.508 -1.237 2.882 -0.011 0.013 0.025
Si 12.181 1.443 2.714 0.008 -0.031 0.001
Si 14.857 4.162 2.655 0.004 0.006 0.014
Si 12.081 6.798 2.815 0.003 -0.01 0.022
Si 14.828 -6.669 2.733 -0.017 0.012 0.017
Si 12.164 -4.087 2.817 0.01 -0.01 0.025
Si 14.819 -1.257 2.771 0.006 0.016 0.044
Si 17.622 1.469 2.732 -0.015 -0.006 0.04
Si 20.371 4.233 2.629 -0.02 -0.014 0.014
Si 17.566 6.844 2.651 0.019 0.012 0.021
Si 20.249 -6.685 2.759 -0.007 0.027 0.024
Si 17.552 -3.969 2.684 -0.014 0.001 0.003
Si 20.314 -1.302 2.665 -0.001 0.021 0.004
Si 23.015 1.43 2.669 -0.013 0.015 0.024
Si 25.843 4.082 2.61 0.005 -0.001 0.013
Si 23.074 6.886 2.575 -0.016 -0.022 -0.028
Si 25.831 -6.855 2.367 0.034 0.014 -0.003
Si 23.078 -4.119 2.642 -0.006 -0.025 0.032
Si 25.862 -1.366 2.659 -0.007 -0.014 0.017
Si 28.558 1.288 2.592 0.022 0.01 0.004
Si 31.146 4.039 2.769 -0.019 0.021 0.021
Si 28.634 6.773 2.436 -0.016 -0.017 0.001
Si 31.328 9.399 2.561 0.036 0.003 0.004
Si 28.492 12.113 2.555 0.023 0.019 0.006
Si 31.234 -1.418 2.653 -0.016 0.032 0.029
Si 33.936 1.33 3.03 -0.001 0.015 0.064
Si 36.833 4.1 2.79 0.001 -0.013 0.028
Si 34.002 6.81 2.864 0.005 0.014 0.046
Si 36.75 9.473 2.689 0.012 -0.015 0.027
Si 34.016 12.183 2.599 0.018 -0.011 0.019
Si 36.7 -1.376 2.785 -0.006 -0.004 0.025
Si 39.373 1.383 2.708 0.004 0.019 0.015
Si -23.112 4.017 2.799 0.011 -0.002 0.033
Si -25.75 6.771 2.574 -0.024 -0.038 0.007
Si -23.06 9.51 2.51 0.003 -0.015 0.026
Si -25.747 12.232 2.747 -0.001 -0.044 0.023
Si -23.039 -1.292 2.639 0.001 -0.022 0.03
Si -20.412 1.298 2.785 -0.001 -0.012 -0.002
Si -17.567 4.099 2.775 0.022 -0.006 0.029
Si -20.409 6.864 2.831 -0.03 0.013 0.045
Si -17.561 9.57 2.731 -0.021 -0.012 0.006
Si -20.418 12.303 2.543 -0.029 0.023 0.006
Si -17.535 -1.384 2.552 0.028 -0.032 -0.018
Si -15.01 1.321 2.582 -0.012 0.047 0.002
Si -12.229 3.969 2.942 0.013 0.001 0.037
Si -14.966 6.74 2.894 0.002 0.013 0.016
Si -12.123 9.522 2.891 -0.003 0.029 0.033
Si -14.86 12.131 2.583 -0.005 0.001 -0.002
Si -12.246 -1.302 2.816 -0.024 0.043 0.004
Si -9.554 1.425 2.802 -0.018 0.018 0.032
Si -6.777 4.034 2.771 0.023 0.025 0.036
Si -9.412 6.667 3.038 0.009 -0.015 0.042
Si -6.742 -6.866 2.7 -0.011 0.003 0.029
Si -9.415 12.134 2.798 0.035 -0.021 0.041
Si -6.736 -1.326 2.738 0 -0.011 0.026
Si -3.982 1.272 2.809 0.006 -0.018 -0.007
Si -1.213 3.97 3.07 0.027 -0.024 0.045
Si -3.962 6.703 2.768 0.008 0.014 0.018
Si -1.323 -6.889 2.6 0.02 0.001 0.016
Si -4.099 -4.111 2.72 -0.014 -0.017 0
Si -1.221 -1.395 2.632 0.01 0.001 0.029
Si 0.065 -0.058 4.095 -0.016 -0.003 -0.002
Si 2.745 2.696 4.099 -0.019 -0.025 -0.037
Si 0.133 5.468 4.228 0.003 0.015 -0.001
Si 2.757 8.203 4.183 0.006 -0.007 -0.005
Si -0.038 -5.492 4.064 -0.001 -0.034 -0.005
Si 2.713 -2.688 4.024 0.011 0.012 -0.027
Si 5.404 0.044 4.181 0.028 -0.014 0.011
Si 8.062 2.735 4.135 -0.021 0.021 -0.026
Si 5.487 5.538 4.155 0 0.033 0.009
Si 8.115 -8.125 4.159 0.022 -0.02 -0.01
Si 5.423 -5.375 4.184 0.016 -0.024 -0.022
Si 8.175 -2.596 4.258 -0.012 0.002 0.012
Si 10.874 0.122 4.169 -0.011 0.005 0.005
Si 13.558 2.788 4.064 0.002 0.009 -0.003
Si 10.812 5.443 4.216 0.016 -0.004 0
Si 13.497 -8.095 4.078 -0.011 -0.016 -0.032
Si 10.797 -5.438 4.137 -0.009 0.014 0.013
Si 13.523 -2.672 4.13 0.003 0.017 -0.018
Si 16.252 0.088 4.08 0.003 0.005 -0.018
Si 19.023 2.836 4.019 0.002 -0.002 -0.005
Si 16.231 5.498 4.034 0.016 -0.018 -0.001
Si 18.925 -8.124 4.044 0.012 0.005 -0.014
Si 16.231 -5.347 4.074 -0.003 -0.003 -0.009
Si 18.962 -2.654 4.037 0.009 -0.006 0.008
Si 21.684 0.047 4.023 0.006 0.021 0.012
Si 24.455 2.748 3.986 0.014 0.001 0.004
Si 21.751 5.529 3.991 0.004 -0.011 0.024
Si 24.49 -8.118 3.888 0.002 0.045 0.012
Si 21.703 -5.389 4.059 -0.012 0.004 0.005
Si 24.465 -2.748 3.975 0.005 -0.013 -0.012
Si 27.202 -0.016 4.008 -0.013 -0.004 0.024
Si 29.823 2.646 4.064 -0.004 -0.019 0.019
Si 27.236 5.462 3.901 0.02 -0.001 -0.019
Si 29.924 8.092 3.926 -0.018 -0.021 -0.011
Si 27.117 10.79 3.891 -0.021 -0.017 0.016
Si 29.856 -2.812 3.949 0.006 -0.014 -0.018
Si 32.531 -0.112 4.164 -0.024 -0.01 0.006
Si 35.412 2.749 4.158 0.009 -0.006 -0.023
Si 32.581 5.399 4.088 0.024 -0.001 -0.017
Si 35.397 8.179 4.126 0.015 0.012 0.01
Si 32.646 10.813 3.95 0.002 -0.014 -0.004
Si 35.328 -2.792 4.049 -0.026 -0.001 0.001
Si 38.085 -0.013 4.097 0.005 0.02 -0.002
Si -24.521 2.693 4.11 0.011 -0.001 -0.002
Si -27.085 5.471 4.075 0.005 0.012 0.004
Si -24.426 8.169 3.943 0.025 0.01 -0.003
Si -27.161 10.845 4.042 -0.004 0.014 -0.009
Si -24.381 -2.694 4.03 0.015 0.001 0.014
Si -21.748 -0.034 4.131 -0.037 0.021 0.03
Si -18.997 2.704 4.057 0.008 -0.006 -0.003
Si -21.744 5.42 4.118 0.001 -0.005 -0.009
Si -18.98 8.222 4.095 0.011 -0.002 -0.005
Si -21.73 10.89 3.931 -0.008 0.007 -0.001
Si -18.987 -2.713 3.923 -0.002 0.02 -0.037
Si -16.291 -0.032 4.021 0.005 -0.001 0.027
Si -13.653 2.587 4.127 -0.032 -0.016 -0.014
Si -16.31 5.412 4.234 0.013 -0.021 0.025
Si -13.542 8.131 4.165 0.015 -0.025 -0.008
Si -16.219 10.903 4.082 0.033 0.001 0.02
Si -13.59 -2.771 4.048 -0.017 -0.033 -0.02
Si -10.881 0.039 4.163 -0.013 0.018 0.001
Si -8.123 2.701 4.166 -0.012 0.014 -0.012
Si -10.86 5.342 4.284 0.016 -0.03 0.003
Si -8.05 8.152 4.203 0.004 0.037 -0.013
Si -10.794 10.883 4.223 0 -0.002 0.029
Si -8.064 -2.753 4.097 -0.009 0.016 -0.006
Si -5.382 -0.037 4.157 -0.015 0.017 0.008
Si -2.685 2.624 4.247 -0.013 -0.013 0.017
Si -5.392 5.402 4.124 -0.019 -0.022 -0.012
Si -2.647 8.136 4.083 0.013 0.003 0.009
Si -5.416 -5.482 4.101 -0.02 0 -0.005
Si -2.656 -2.735 4.014 0 0.008 -0.013
Si 1.362 -1.342 16.4 -0.013 -0.005 -0.02
Si 4.094 1.405 16.378 0.019 -0.018 0.001
Si 1.375 4.116 16.426 -0.005 0.014 0.007
Si 4.112 6.836 16.436 0.002 -0.019 0.003
Si 1.388 -6.783 16.38 -0.016 -0.002 -0.017
Si 4.13 -4.012 16.391 -0.008 0.007 0.007
Si 6.853 -1.299 16.343 0.004 -0.011 -0.017
Si 9.552 1.412 16.317 -0.006 0.001 -0.012
Si 6.796 4.155 16.339 -0.002 0.003 -0.013
Si 9.578 -9.419 16.394 0.016 0.009 0.012
Si 6.861 -6.751 16.404 -0.006 0.006 -0.004
Si 9.558 -4.035 16.35 -0.004 -0.001 -0.014
Si 12.307 -1.295 16.357 -0.002 0.004 0.009
Si 14.99 1.455 16.303 0.025 0.01 0.002
Si 12.302 4.163 16.329 0.025 -0.004 -0.001
Si 14.969 -9.423 16.284 -0.012 0.005 -0.003
Si 12.235 -6.742 16.341 -0.001 -0.001 -0.008
Si 14.959 -4.019 16.328 0.001 0 -0.009
Si 17.736 -1.312 16.247 0.016 0.014 -0.001
Si 20.395 1.339 16.232 0.006 -0.009 -0.015
Si 17.678 4.108 16.229 -0.004 -0.015 -0.017
Si 20.405 -9.459 16.221 0.01 -0.01 -0.016
Si 17.683 -6.717 16.318 -0.002 -0.002 -0.003
Si 20.395 -4.039 16.229 -0.007 -0.011 -0.015
Si 23.119 -1.412 16.243 -0.008 -0.001 -0.021
Si 25.867 1.322 16.261 0.018 -0.013 0.001
Si 23.121 4.043 16.229 -0.001 0.007 -0.011
Si 25.802 -9.581 16.246 -0.009 0.009 -0.005
Si 23.133 -6.814 16.248 -0.019 -0.002 0.007
Si 25.815 -4.139 16.242 -0.022 0.004 -0.012
Si 28.558 -1.427 16.264 -0.005 -0.004 -0.007
Si 31.257 1.279 16.277 0.012 0.012 0.007
Si 28.494 3.983 16.294 -0.018 0.001 0.006
Si 31.2 6.708 16.266 -0.026 -0.003 -0.004
Si 28.529 9.409 16.293 -0.019 -0.006 0.005
Si 31.262 -4.145 16.245 0.006 0.014 -0.01
Si 33.945 -1.42 16.306 0.004 -0.016 0.008
Si 36.682 1.306 16.316 0.005 0.005 0.009
Si 33.936 3.959 16.301 -0.001 -0.006 0.004
Si 36.691 6.72 16.277 -0.004 -0.002 -0.012
Si 33.956 9.442 16.245 -0.009 -0.002 0.002
Si 36.7 -4.116 16.22 0.014 -0.014 -0.02
Si 39.405 -1.403 16.265 -0.011 -0.007 0.001
Si -23.117 1.353 16.297 0.018 -0.004 0.003
Si -25.861 4.021 16.33 -0.017 0.003 0.001
Si -23.128 6.748 16.282 -0.009 -0.003 -0.004
Si -25.887 9.445 16.25 -0.018 0.008 -0.014
Si -23.163 -4.094 16.265 -0.006 0.003 -0.007
Si -20.431 -1.356 16.284 0.02 0 -0.009
Si -17.701 1.358 16.312 -0.006 0.013 -0.008
Si -20.414 4.058 16.321 0.009 0.002 -0.006
Si -17.674 6.779 16.369 -0.011 0.019 0.008
Si -20.388 9.481 16.281 -0.016 0.006 -0.005
Si -17.682 -4.129 16.269 0.001 0.003 -0.014
Si -14.944 -1.365 16.305 -0.006 0.007 -0.003
Si -12.254 1.364 16.343 0.003 0.001 0
Si -14.983 4.086 16.349 0.009 -0.005 -0.001
Si -12.29 6.8 16.297 0.005 0.002 -0.004
Si -14.973 9.495 16.338 0.002 -0.014 0.003
Si -12.225 -4.088 16.353 0.001 0.01 0.005
Si -9.515 -1.347 16.354 0.007 0.005 0.001
Si -6.77 1.408 16.383 0.007 0 -0.001
Si -9.541 4.081 16.318 -0.013 -0.002 -0.005
Si -6.776 6.837 16.345 0.01 -0.01 -0.004
Si -9.502 9.536 16.356 0.005 -0.001 0.003
Si -6.774 -4.006 16.359 0.013 0.015 0.002
Si -4.05 -1.303 16.385 0.014 0.006 -0.007
Si -1.368 1.414 16.424 0.008 -0.014 -0.008
Si -4.056 4.131 16.44 0.002 -0.003 -0.004
Si -1.349 6.863 16.434 -0.013 0.01 0.004
Si -4.018 9.591 16.395 0.009 0.016 0.005
Si -1.288 -4.027 16.412 0.012 0.008 -0.007
Si 2.733 0.019 17.71 -0.014 -0.005 -0.001
Si 5.453 2.794 17.709 -0.004 0.009 0.007
Si 2.739 5.466 17.799 -0.012 0.013 -0.009
Si 5.522 8.195 17.768 0.018 -0.005 0.022
Si 2.733 -5.388 17.689 0.003 -0.002 -0.021
Si 5.55 -2.664 17.724 -0.007 -0.005 0.017
Si 8.177 0.093 17.697 0.017 0.001 -0.004
Si 10.956 2.751 17.627 -0.024 -0.005 -0.013
Si 8.158 5.533 17.663 0.002 0.011 -0.001
Si 10.938 -8.064 17.81 -0.003 -0.001 -0.01
Si 8.261 -5.413 17.76 0.019 0.02 -0.022
Si 10.896 -2.637 17.679 -0.003 -0.023 -0.007
Si 13.7 0.081 17.701 0.014 -0.008 0.006
Si 16.332 2.826 17.667 -0.011 0.011 0.028
Si 13.652 5.556 17.682 -0.001 -0.017 -0.008
Si 16.29 -8.062 17.664 -0.002 0.02 0.015
Si 13.575 -5.377 17.684 0.012 0.014 -0.001
Si 16.342 -2.605 17.604 -0.01 0.005 -0.037
Si 19.125 -0.04 17.655 -0.001 -0.019 0.036
Si 21.751 2.688 17.566 0.002 -0.02 0.003
Si 19.037 5.486 17.52 -0.018 0.008 -0.026
Si 21.773 -8.152 17.612 0.005 -0.005 0.028
Si 19.028 -5.297 17.646 0.012 0.026 0.009
Si 21.771 -2.767 17.632 0.02 0.007 -0.01
Si 24.511 -0.07 17.554 -0.018 -0.02 0.017
Si 27.181 2.629 17.734 0.031 0.015 0.02
Si 24.441 5.393 17.615 -0.021 -0.024 -0.015
Si 27.16 -8.298 17.656 0.025 -0.004 0.032
Si 24.419 -5.421 17.643 -0.002 0.032 0.006
Si 27.251 -2.869 17.585 0.022 -0.014 -0.007
Si 29.908 -0.07 17.642 -0.025 -0.012 -0.013
Si 32.554 2.622 17.712 -0.01 0.001 0.006
Si 29.83 5.348 17.647 0.006 0.021 -0.023
Si 32.564 8.078 17.586 0.01 0.03 -0.005
Si 29.934 10.787 17.593 0.006 -0.012 -0.025
Si 32.589 -2.815 17.665 0.002 -0.009 0.003
Si 35.267 -0.018 17.673 -0.008 -0.004 -0.008
Si 38.079 2.624 17.702 0.019 0.015 0.019
Si 35.364 5.287 17.598 0.017 -0.009 -0.019
Si 38.05 8.082 17.643 0.006 -0.003 0.005
Si 35.366 10.81 17.541 0.008 0.015 -0.007
Si 38.02 -2.757 17.613 0.012 0.006 0.006
Si 40.798 -0.048 17.59 -0.017 0.012 -0.02
Si -21.778 2.721 17.701 -0.013 -0.006 0.006
Si -24.477 5.396 17.668 0.015 -0.008 -0.026
Si -21.763 8.124 17.612 0.011 0.011 -0.004
Si -24.577 10.865 17.568 -0.019 -0.004 -0.012
Si -21.776 -2.748 17.617 -0.017 -0.003 0.005
Si -19.109 0.037 17.653 -0.012 0.01 0.03
Si -16.341 2.703 17.69 -0.009 0.004 0.005
Si -19.055 5.398 17.701 -0.002 0.01 0.01
Si -16.317 8.152 17.75 -0.006 -0.007 0.007
Si -19.013 10.822 17.645 0.019 -0.009 0.005
Si -16.293 -2.786 17.589 0.004 -0.033 -0.012
Si -13.623 0.008 17.702 -0.016 -0.003 0.017
Si -10.932 2.764 17.698 0.006 0.022 0.009
Si -13.631 5.467 17.706 0.004 -0.011 0.004
Si -10.934 8.158 17.632 -0.007 0.013 0.002
Si -13.598 10.85 17.684 0.008 0.006 0.012
Si -10.877 -2.71 17.72 0.001 -0.009 0.007
Si -8.147 0.029 17.689 -0.001 -0.008 0.004
Si -5.428 2.766 17.795 -0.018 0.001 0.006
Si -8.136 5.416 17.636 0.023 0.001 -0.011
Si -5.442 8.251 17.688 0.003 -0.017 -0.022
Si -8.148 -5.36 17.689 -0.016 -0.02 -0.013
Si -5.395 -2.661 17.736 -0.02 -0.015 0.014
Si -2.728 0.052 17.79 -0.026 -0.01 0
Si -0.023 2.786 17.784 -0.016 -0.013 0.01
Si -2.727 5.535 17.813 0.013 0.006 0.01
Si 0.049 -8.119 17.789 -0.001 0.011 0.001
Si -2.618 -5.385 17.772 -0.01 -0.01 0.009
Si 0.044 -2.681 17.837 0.014 -0.008 0.02
Si 1.345 1.355 19.063 -0.008 -0.007 -0.027
Si 4.113 4.093 19.138 -0.022 0 0
Si 1.385 6.829 19.169 0.006 -0.027 -0.04
Si 4.145 -6.681 19.007 0.001 0.008 -0.009
Si 1.435 -4.101 19.159 -0.028 0.008 -0.022
Si 4.137 -1.329 19.034 -0.002 0.007 -0.031
Si 6.794 1.44 19.059 0.016 -0.034 -0.03
Si 9.523 4.098 18.874 -0.017 0 -0.024
Si 6.886 6.835 19.17 0.011 -0.003 -0.029
Si 9.564 -6.745 19.237 -0.018 -0.009 0.005
Si 6.985 -3.979 19.085 0.01 0.023 -0.008
Si 9.605 -1.203 19.024 -0.012 0.006 -0.039
Si 12.355 1.47 19.024 0.003 -0.004 -0.013
Si 15.061 4.305 19.071 0.047 0.023 -0.02
Si 12.328 -9.452 19.127 0.018 0.019 -0.012
Si 14.925 -6.7 19.072 -0.01 -0.003 -0.015
Si 12.197 -4.025 19.042 -0.019 -0.005 -0.017
Si 15.107 -1.256 19.068 0.002 0.048 -0.016
Si 17.705 1.355 18.889 -0.002 -0.016 -0.047
Si 20.385 4.125 18.844 0.012 0.02 -0.027
Si 17.702 -9.482 18.889 -0.004 -0.033 -0.017
Si 20.485 -6.64 18.889 0.032 0.019 -0.032
Si 17.66 -3.878 19.017 0.008 -0.028 -0.016
Si 20.496 -1.443 19.069 -0.001 0.032 -0.005
Si 23.093 1.252 18.874 -0.001 -0.013 -0.045
Si 25.736 4.02 19.024 -0.007 0.019 0.003
Si 23.04 -9.621 18.989 -0.022 -0.025 -0.02
Si 25.795 -6.834 18.887 0.009 0.005 -0.014
Si 23.035 -4.108 19.103 0.003 -0.043 -0.006
Si 25.88 -1.495 18.849 -0.009 0.025 -0.038
Si 28.635 1.273 19.096 0.017 0.008 -0.003
Si 31.123 3.972 19.043 -0.028 0.001 -0.037
Si 28.449 -9.728 19.086 -0.018 -0.016 0
Si 31.233 9.432 18.998 0.002 -0.009 -0.011
Si 28.606 -4.231 19.001 0.007 0.008 -0.018
Si 31.188 -1.468 19.035 -0.008 -0.007 -0.023
Si 33.884 1.27 19.128 0.023 -0.008 0.004
Si 36.682 3.953 19.06 -0.01 -0.023 -0.034
Si 33.939 6.652 18.824 -0.002 -0.027 -0.027
Si 36.684 9.485 18.952 0.022 0.032 -0.033
Si 34.012 -4.223 18.925 -0.011 0.01 -0.019
Si 36.667 -1.374 18.964 0.013 0.003 -0.01
Si 39.533 1.276 19.035 -0.005 0.018 -0.013
Si -23.116 4.091 19.091 0.023 -0.004 0.007
Si 39.422 6.727 19.009 -0.012 0.01 -0.008
Si -23.17 9.53 18.854 -0.002 -0.006 -0.046
Si 39.316 -4.162 18.98 0 -0.029 -0.041
Si 42.117 -1.407 18.955 -0.006 -0.01 -0.008
Si -20.46 1.377 19.11 0.023 -0.014 -0.009
Si -17.716 4.008 19.078 -0.022 -0.021 -0.019
Si -20.41 6.797 19.023 -0.015 0.003 -0.034
Si -17.674 9.527 19.11 0.007 0.017 -0.011
Si -20.391 -4.122 18.928 -0.014 -0.004 -0.026
Si -17.676 -1.39 18.824 0.016 -0.003 -0.032
Si -14.964 1.392 19.078 0.005 0.015 -0.004
Si -12.305 4.119 19.094 0.004 -0.01 -0.009
Si -14.95 6.802 19.134 0.016 0.014 -0.004
Si -12.236 9.507 19.062 -0.017 0.008 -0.02
Si -14.98 -4.129 19.028 -0.007 -0.004 -0.021
Si -12.293 -1.383 19.053 -0.008 -0.006 -0.005
Si -9.545 1.392 18.99 0.025 -0.004 -0.042
Si -6.831 4.133 19.119 -0.02 0.015 0.005
Si -9.563 6.749 18.883 -0.008 -0.027 -0.02
Si -6.741 9.668 19.033 0.046 0.023 -0.007
Si -9.512 -4.057 19.095 0.009 -0.001 -0.011
Si -6.777 -1.297 19.075 0.007 0.006 -0.026
Si -4.078 1.408 19.184 0.006 -0.009 -0.01
Si -1.339 4.198 19.182 0.017 -0.01 -0.029
Si -4.157 6.929 19.114 -0.014 0.006 -0.004
Si -1.243 -6.722 19.176 0.029 0.019 -0.023
Si -3.967 -3.982 19.084 0.006 0.022 -0.049
Si -1.361 -1.288 19.16 0.026 -0.012 -0.009
Si 0.017 0.032 20.511 -0.001 0.033 0.035
Si 2.681 2.719 20.416 -0.003 0.02 0.085
Si 0.046 5.527 20.641 -0.005 0.014 0.045
Si 2.842 8.24 20.346 -0.008 -0.015 0.066
Si 0.115 -5.384 20.651 -0.005 0.004 0.056
Si 2.93 -2.815 20.415 0.022 -0.021 0.018
Si 5.357 0.155 20.394 -0.034 0.026 0.052
Si 8.239 2.774 20.318 -0.007 0.001 0.048
Si 5.516 5.408 20.492 0.02 0.002 0.036
Si 8.267 8.155 20.654 0.003 -0.016 0.06
Si 5.586 -5.381 20.334 -0.012 -0.029 0.037
Si 8.301 -2.51 20.445 0.004 -0.018 0.045
Si 10.998 0.122 20.39 -0.008 -0.022 0.033
Si 13.695 2.904 20.342 0.001 0.021 0.03
Si 10.836 5.427 20.23 -0.048 0.01 0.062
Si 13.684 -8.111 20.562 -0.015 -0.011 0.052
Si 10.884 -5.318 20.59 -0.002 0.029 0.044
Si 13.613 -2.603 20.255 -0.004 0.014 0.052
Si 16.515 0.086 20.462 0.008 -0.02 0.087
Si 19.079 2.73 20.133 0.011 -0.005 0.061
Si 16.485 5.643 20.499 -0.037 -0.026 0.048
Si 19.057 -8.014 20.037 -0.034 0.026 0.018
Si 16.25 -5.187 20.344 -0.06 0.03 0.045
Si 19.034 -2.637 20.499 0.014 0.022 0.064
Si 21.957 -0.135 20.391 0.026 -0.016 0.057
Si 24.298 2.639 20.276 -0.015 0.025 0.047
Si 21.6 5.374 20.392 0.045 0.028 0.032
Si 24.401 -8.154 20.191 0.004 -0.018 0.042
Si 21.65 -5.418 20.565 -0.013 0.052 0.081
Si 24.554 -2.775 20.292 -0.028 -0.002 0.086
Si 27.244 -0.23 20.25 0.015 -0.037 0.029
Si 29.873 2.699 20.624 0.011 -0.027 0.059
Si 27.061 5.224 20.554 0.007 -0.012 0.04
Si 29.834 -8.281 20.325 -0.013 0.018 0.05
Si 27.247 -5.655 20.298 0.023 -0.018 0.058
Si 29.908 -2.876 20.452 -0.011 -0.019 0.025
Si 32.471 -0.118 20.467 0.043 0.033 0.055
Si 35.269 2.611 20.499 0.032 0.018 0.043
Si 32.574 5.338 20.222 -0.004 -0.011 0.041
Si 35.299 8.029 20.111 0.013 0.035 0.078
Si 32.741 10.696 20.327 -0.01 -0.005 0.013
Si 35.259 -2.748 20.257 -0.024 0.01 0.066
Si 38.118 -0.093 20.327 0.022 -0.003 0.003
Si 40.901 2.647 20.46 -0.024 -0.045 0.073
Si 38.15 5.292 20.383 0.025 -0.043 0.046
Si 40.755 8.216 20.235 0.019 0.022 0.061
Si 37.913 10.84 20.436 0.005 -0.009 0.061
Si 40.765 -2.804 20.251 0.008 0.004 0.049
Si 43.415 -0.078 20.377 0.029 0.029 0.075
Si -19.065 2.704 20.549 0.008 -0.003 0.027
Si -21.773 5.495 20.451 0.001 0.008 0.045
Si -19.054 8.147 20.418 0 -0.019 0.037
Si -21.797 10.857 20.216 -0.019 0.006 0.045
Si -18.983 -2.752 20.179 0.029 -0.018 0.068
Si -16.36 -0.085 20.238 -0.012 -0.008 0.046
Si -13.68 2.788 20.524 -0.025 0.021 0.052
Si -16.362 5.398 20.406 -0.011 0.005 0.065
Si -13.547 8.148 20.503 0.015 -0.005 0.056
Si -16.288 10.859 20.499 0.012 -0.004 0.049
Si -13.647 -2.766 20.408 -0.004 -0.019 0.051
Si -10.937 0.038 20.308 0.012 0.014 0.057
Si -8.214 2.719 20.419 -0.016 -0.003 0.068
Si -10.821 5.439 20.378 0.02 -0.012 0.039
Si -8.327 8.306 20.062 -0.053 0.071 -0.019
Si -10.916 -5.395 20.44 -0.03 -0.014 0.035
Si -8.111 -2.706 20.417 0.006 -0.013 0.046
Si -5.48 0.068 20.535 -0.007 -0.01 0.059
Si -2.744 2.826 20.515 0.004 0.014 0.028
Si -5.61 5.626 20.482 -0.018 0.027 0.031
Si -2.714 -8.049 20.437 -0.006 0.003 -0.008
Si -5.289 -5.349 20.429 -0.013 -0.037 0.043
Si -2.688 -2.615 20.566 -0.033 -0.032 0.04
Si 1.631 -1.342 21.597 -0.276 -0.022 -0.681
Si 3.636 1.079 21.783 0.373 0.246 -0.727
Si 1.261 3.878 21.863 0.077 0.221 -0.674
Si 4.368 7.066 21.662 -0.081 -0.222 -0.715
Si 1.527 -6.896 21.855 -0.012 0.242 -0.654
Si 4.67 -3.785 21.788 -0.379 -0.235 -0.688
Si 6.635 -1.305 21.608 0.26 0.089 -0.674
Si 9.831 1.699 21.638 -0.148 -0.226 -0.693
Si 7.084 4.178 21.765 -0.225 -0.061 -0.588
Si 9.348 6.36 21.795 0.086 0.277 -0.719
Si 6.556 -6.98 21.75 0.291 0.126 -0.685
Si 9.912 -3.524 21.846 -0.164 -0.276 -0.7
Si 12.239 -1.382 21.675 0.111 0.197 -0.704
Si 15.329 1.783 21.545 -0.072 -0.22 -0.801
Si 12.009 3.956 21.583 0.276 0.085 -0.702
Si 15.538 -8.918 21.867 -0.136 -0.233 -0.681
Si 12.47 -6.543 21.841 -0.306 -0.258 -0.637
Si 14.559 -4.144 21.691 0.417 0.189 -0.606
Si 18.281 -0.807 21.873 -0.214 -0.112 -0.765
Si 20.505 1.378 21.384 0.006 -0.01 -0.451
Si 17.644 3.88 21.578 0.111 0.207 -0.712
Si 20.416 -9.183 21.485 -0.009 -0.269 -0.645
Si 17.696 -6.658 21.347 0.029 0.011 -0.529
Si 19.816 -4.421 21.856 0.286 0.077 -0.649
Si 23.724 -1.137 21.762 -0.23 0.015 -0.672
Si 25.745 1.154 21.334 -0.083 -0.003 -0.447
Si 22.621 3.639 21.671 0.066 0.061 -0.645
Si 25.841 -9.333 21.558 -0.058 -0.214 -0.563
Si 22.827 -7.177 21.637 0.049 0.307 -0.781
Si 26.045 -4.111 21.504 -0.163 -0.097 -0.757
Si 28.19 -1.848 21.737 0.351 0.314 -0.757
Si 31.138 1.166 21.974 0.113 0.185 -0.65
Si 27.937 3.391 21.94 0.33 0.306 -0.709
Si 31.4 -9.488 21.533 -0.103 -0.019 -0.551
Si 28.239 -7.279 21.737 0.222 0.194 -0.735
Si 31.643 -4.018 21.593 -0.167 -0.04 -0.656
Si 33.72 -1.682 21.673 0.129 0.195 -0.798
Si 36.959 1.428 21.652 -0.211 -0.079 -0.721
Si 34.123 4.361 21.658 -0.265 -0.531 -0.565
Si 36.483 6.53 21.404 0.31 0.195 -0.692
Si 33.768 8.932 21.602 0.001 0.237 -0.661
Si 36.705 -3.838 21.704 -0.172 -0.387 -0.624
Si 39.152 -1.798 21.588 0.209 0.351 -0.772
Si 42.228 1.28 21.912 0.004 0.065 -0.744
Si 39.218 3.638 21.749 0.126 0.234 -0.709
Si 42.302 7.171 21.616 0 -0.202 -0.714
Si 39.677 9.811 21.588 -0.213 -0.164 -0.731
Si 41.975 -4.312 21.568 0.167 0.249 -0.69
Si 45.082 -1.277 21.469 -0.225 -0.079 -0.772
Si -17.953 0.884 21.623 0.132 0.422 -0.763
Si -20.148 4.435 21.798 -0.174 -0.286 -0.773
Si -17.865 6.59 21.729 0.1 0.265 -0.727
Si -20.716 9.321 21.573 0.166 0.008 -0.686
Si -17.466 -3.764 21.641 -0.025 -0.254 -0.768
Si -15.242 -1.595 21.646 0.122 0.137 -0.762
Si -12.051 1.572 21.694 -0.2 -0.118 -0.751
Si -15.118 4.124 21.927 0.14 -0.157 -0.762
Si -11.821 7.06 21.707 -0.299 -0.112 -0.769
Si -14.677 9.714 21.848 -0.225 -0.116 -0.726
Si -12.528 -4.321 21.771 0.143 0.122 -0.734
Si -9.396 -1.143 21.578 -0.086 -0.23 -0.787
Si -7.206 1.106 21.787 0.295 0.2 -0.745
Si -9.814 3.785 21.747 0.216 0.238 -0.783
Si -7.121 7.173 21.579 0.214 -0.31 -0.541
Si -9.696 9.343 21.633 0.059 0.301 -0.662
Si -6.403 -3.747 21.687 -0.155 -0.008 -0.73
Si -4.298 -1.447 21.88 0.173 0.125 -0.726
Si -1.056 1.75 21.781 -0.041 -0.093 -0.767
Si -4.016 4.435 21.744 -0.225 -0.347 -0.66
Si -1.725 6.635 21.768 0.399 0.24 -0.643
Si -3.668 -6.401 21.817 -0.237 -0.149 -0.729
Si -1.48 -4.127 21.931 0.25 0.134 -0.723
Si -4.69 2.123 25.876 0.055 0.041 -0.075
Si 10.288 7.823 -4.942 0.024 0.013 0.019
Si 1.871 7.012 25.64 -0.002 0.015 -0.01
Si 0.536 7.549 -5.325 -0.006 0.09 0.025
Si 2.989 -6.56 24.518 -0.042 0.061 -0.13
Si 5.86 3.376 24.513 -0.002 0.049 -0.091
Si 8.258 0.121 23.816 -0.001 0.044 -0.013
Si 12.429 0.953 25.88 -0.035 0.009 0.04
Si 5.627 -5.498 24.092 0.045 0.141 -0.205
Si 21.196 -8.137 25.738 -0.08 0.003 -0.194
Si 11.188 5.458 23.907 -0.019 0.036 -0.023
Si 12.138 -6.274 24.819 0.056 0.007 -0.088
Si 18.869 4.118 24.488 -0.118 0.039 -0.13
Si 21.517 4.613 -5.441 0.025 0.016 -0.001
Si 13.868 -3.726 24.602 -0.024 0.034 -0.057
Si 14.662 -7.278 -6.601 -0.118 -0.08 -0.081
Si 22.336 -0.821 -4.617 0.084 -0.07 0.081
Si 16.561 2.453 -5 -0.037 0.043 -0.034
Si 18.701 -2.753 -2.055 -0.032 -0.078 0.108
Si 32.391 7.132 -4.524 -0.136 -0.002 -0.118
Si 15.317 -4.888 -4.947 -0.067 0.142 0.11
Si 18.988 6.999 24.29 0.048 -0.007 -0.041
Si 15.869 6.848 24.801 -0.033 0.005 -0.118
Si 25.769 -5.444 24.286 0.002 0.087 -0.107
Si 23.053 6.135 26.125 0.015 -0.022 -0.036
Si 28.587 1.469 -6.891 -0.05 -0.062 -0.039
Si 26.918 3.861 24.576 0.152 0.01 -0.166
Si -32.194 6.887 25.807 0.056 0.002 0.107
Si 25.19 -0.662 -4.339 -0.008 -0.106 0.074
Si 31.614 0.93 24.868 0.077 -0.049 -0.154
Si 27.956 -1.643 -3.179 0.048 0.053 0.07
Si -30.809 4.447 24.621 -0.066 0.182 -0.123
Si 25.956 2.425 -6.55 0.071 0.17 -0.044
Si 30.546 6.196 24.315 -0.067 -0.107 -0.07
Si 32.38 -0.637 -6.058 -0.027 0.006 -0.092
Si -28.19 -5.7 25.917 0 0.075 -0.169
Si -26.848 2.729 -6.797 -0.01 0.075 -0.073
Si -30.14 -2.898 -1.719 0.027 -0.024 0.123
Si -30.464 -2.525 -6.251 -0.005 0.007 -0.188
Si -23.343 -5.392 25.931 -0.023 0.148 -0.044
Si 31.753 -5.246 24.347 -0.119 -0.124 -0.182
Si -30.005 1.779 25.871 0.12 0.006 -0.049
Si -24.709 0.72 -6.765 0.026 -0.003 0.007
Si -21.099 2.669 24.05 -0.023 -0.122 -0.148
Si -25.564 -6.857 24.597 0.035 0.039 -0.148
Si -24.139 -5.684 -4.785 -0.099 0.157 0.064
Si -21.656 -2.715 -6.715 -0.078 -0.079 -0.065
Si -15.204 -2.045 -3.25 0.105 -0.004 0.105
Si -16.266 1.94 23.909 0.082 0.01 -0.128
Si -19.091 0.745 -2.332 -0.017 -0.169 0.123
Si -21.915 -2.541 23.703 -0.149 -0.061 -0.145
Si -16.627 -7.857 23.854 0.04 -0.057 -0.069
Si -18.84 -5.602 23.613 -0.01 0.002 -0.163
Si -20.471 -6.364 -2.887 0.111 -0.006 0.183
Si -15.447 0.031 -5.464 0.099 0.107 0.088
Si -8.96 -3.208 -4.572 -0.013 -0.159 0.022
Si -22.373 2.649 -6.654 0.041 -0.038 0.036
Si -9.454 2.003 -6.832 0.007 0.011 0.009
Si -11.138 -3.268 -6.899 0.12 -0.024 0.004
Si -7.317 -5.892 -4.709 -0.047 0.176 0.008
Si -5.251 -0.286 -6.798 -0.136 0.111 -0.094
Si -2.997 0.535 23.996 -0.037 -0.055 -0.137
Si -10.342 6.315 26.26 0.012 -0.116 -0.103
Si -8.407 5.478 23.864 -0.043 0.06 -0.141
Si -8.205 -5.22 23.696 -0.051 -0.06 -0.08
Si -10.911 -7.103 -2.473 0.086 0.018 0.063
Si -2.014 3.583 -3.933 -0.042 -0.002 0.013
Si 7.796 2.082 26.146 -0.084 0.073 -0.145
Si -0.236 7.887 23.895 0.016 0.023 -0.033
Si -3.315 -5.112 -6.679 -0.101 -0.022 0.052
Si -3.383 6.15 -3.834 -0.018 -0.011 -0.047
Si 1.602 -4.396 -7.06 -0.019 -0.036 -0.129
Si 3.617 1.576 24.929 -0.086 -0.183 -0.151
Si -0.63 4.858 -6.33 0.077 0.014 0.007
Si -3.388 5.132 -6.787 0.07 -0.041 -0.007
Si 12.251 -4.259 -4.239 -0.029 0.071 -0.085
Si 0.357 -7.109 -2.761 0.206 -0.062 -0.045
Si 3.965 -0.181 -6.104 -0.018 0.111 -0.081
Si 6.484 1.107 -4.755 -0.043 -0.081 0.025
Si 0.965 2.549 26.12 0.068 -0.052 -0.061
Si 3.329 5.211 23.928 -0.021 -0.106 -0.238
Si 11.817 -1.874 25.935 0.041 -0.007 -0.095
Si 10.298 -0.444 -2.143 0.016 0.148 0.12
Si 9.287 -2.671 24.567 -0.002 -0.026 -0.096
Si 13.719 1.195 -4.494 0.036 0.029 -0.015
Si 16.924 4.663 -6.957 0.035 0.003 0.014
Si 13.144 7.349 -4.52 -0.092 -0.045 -0.033
Si 20.991 -3.913 24.58 -0.176 0.007 0.011
Si 12.217 -1.263 -4.254 -0.037 0.012 0.044
Si 14.216 -0.006 23.77 -0.103 -0.056 -0.151
Si 16.413 -3.966 26.217 -0.035 0.092 -0.039
Si 17.39 4.677 -3.042 0.051 -0.047 0.096
Si 26.885 -7.564 25.774 -0.1 0.024 0.106
Si 23.019 0.673 26.207 -0.052 -0.111 0.008
Si 19.336 -4.753 -6.445 0.093 -0.064 -0.105
Si 25.745 -2.298 -6.567 -0.052 -0.074 -0.107
Si 23.238 -1.962 24.725 -0.055 -0.083 -0.073
Si 28.054 6.256 -3.816 -0.056 0.089 -0.129
Si 25.261 7.868 -5.581 0.125 0.084 -0.024
Si 27.446 6.248 -6.595 0.092 0.068 0.058
Si 24.462 5.254 23.589 -0.15 0.014 -0.099
Si 23.025 5.241 -3.032 -0.001 -0.05 0.214
Si 24.865 1.654 -2.595 -0.029 -0.06 0.1
Si 30.295 3.527 26.062 0.105 0.015 -0.066
Si 25.728 4.231 -3.981 -0.042 -0.073 -0.044
Si -20.368 -6.197 25.947 0.005 -0.021 0.025
Si 27.793 -3.931 26.113 -0.053 0.058 -0.053
Si 31.155 -3.372 -6.873 0.012 -0.019 0.154
Si 30.205 2.628 -2.356 -0.059 -0.049 0.16
Si -28.335 6.227 24.267 -0.124 -0.082 -0.131
Si -32.179 -4.932 -5.137 -0.111 0.034 -0.029
Si -25.689 4.635 24.647 -0.092 -0.147 -0.098
Si 29.151 -0.072 23.898 -0.066 0.005 -0.089
Si -24.419 -0.643 23.793 0.07 0.065 -0.133
Si -29.616 -0.447 23.861 0.021 -0.026 -0.2
Si -27.544 4.86 -2.011 0.031 -0.037 0.118
Si -30.858 -6.843 24.496 -0.015 -0.098 -0.068
Si -21.26 7.418 25.976 0.071 -0.027 -0.001
Si -28.581 -2.361 -4.084 0.04 0.132 0.066
Si -17.318 -4.427 -3.155 0.002 -0.02 0.118
Si -22.628 3.928 -3.942 0.012 0.069 -0.054
Si -14.774 4.816 -3.085 0.068 -0.083 0.127
Si -17.352 6.163 -2.578 0.018 0.083 0.035
Si -19.864 -4.431 -4.812 0.001 -0.005 -0.065
Si -16.727 7.731 -6.486 0.016 0.108 -0.061
Si -18.944 5.475 -6.657 0.029 0.058 0.119
Si -10.57 0.284 -1.946 -0.121 0.05 0.104
Si -9.795 -7.786 -4.926 -0.07 0.003 -0.067
Si -14.189 7.282 -4.757 0.021 0.009 0.057
Si -12.002 -5.918 -6.366 -0.026 -0.027 0.03
Si -13.795 0.149 23.878 -0.107 -0.022 -0.136
Si -11.341 0.566 -4.865 0.033 0.175 0.022
Si -13.139 -1.122 -6.789 0.006 0.071 -0.127
Si -5.298 5.111 -1.855 -0.134 -0.025 0.033
Si -7.175 -0.674 -4.339 0.017 0.075 0.119
Si -0.645 -4.478 -2.796 -0.136 0.03 0.021
Si -6.344 -6.28 25.836 -0.026 0.021 -0.101
Si -10.517 -3.022 23.727 -0.076 -0.049 -0.167
Si -3.287 -2.316 -6.054 -0.116 -0.055 0.027
Si -0.832 -0.664 -4.87 -0.067 -0.002 0.049
Si -12.041 3.809 26.143 -0.032 0.024 0.081
Si -0.481 1.349 -2.786 0.002 -0.035 0.101
Si 0.217 -2.587 24.061 -0.113 -0.138 -0.074
Si -5.38 5.328 24.14 -0.015 -0.1 -0.183
Si -0.659 0.038 25.635 -0.015 0.016 -0.028
Si 4.527 2.835 -3.017 0.057 -0.083 0.264
Si 2.09 1.664 -4.442 0.014 -0.033 0.001
Si 7.696 -3.997 -7.027 0.052 -0.081 -0.081
Si 10.292 -5.681 -6.299 0.224 -0.01 0.108
Si 1.297 -2.144 -3.033 -0.008 0.084 0.12
Si 7.374 -1.146 -2.712 -0.018 0.094 0.047
Si 3.428 -2.939 -4.996 0.019 -0.011 -0.077
Si 5.736 5.417 -2.086 0.004 0.111 0.081
Si 7.691 -6.178 -2.753 0.045 0.154 0.059
Si 6.321 -3.721 -4.263 0.057 -0.022 0.073
Si 10.61 -5.518 -1.991 -0.116 0.1 0.108
Si 16.463 -4.968 -2.111 0 0.047 0.217
Si 19.691 -2.052 -4.908 0.025 0.046 -0.016
Si 13.518 2.971 -2.076 0 -0.002 0.136
Si 10.579 3.247 25.673 -0.07 0.057 -0.092
Si 8.054 7.233 -2.883 0.107 -0.053 0.3
Si 16.896 -1.273 24.626 0.046 0 -0.06
Si 20.545 2.202 25.939 -0.12 0.093 0.019
Si 14.875 5.811 -2.535 -0.066 -0.003 0.013
Si 11.78 5.911 -6.609 -0.005 0.017 -0.012
Si 18.925 6.162 -5 -0.067 -0.071 0.067
Si 18.532 0.483 -6.489 -0.103 -0.028 0.041
Si 23.057 -6.046 24.405 0.025 -0.147 -0.055
Si 22.084 0.534 -2.037 0.089 0.02 0.186
Si 21.706 7.94 -2.413 -0.054 0.048 0.148
Si 20.147 -7.468 -4.944 -0.028 0.057 0.045
Si -30.444 2.702 -4.607 0.019 0.111 -0.027
Si 25.822 7.981 -2.722 0.044 -0.139 0.075
Si 26.638 -5.6 -2.128 0.061 0.033 0.088
Si 26.991 -4.13 -4.631 -0.074 0.137 0.063
Si 32.027 4.065 -4.432 -0.017 -0.048 -0.063
Si 29.432 -7.231 24.624 0.073 0.003 -0.158
Si -30.712 -7.509 -4.831 0.083 0.116 0.028
Si 30.385 7.354 -2.424 -0.08 0.213 0.141
Si -32.26 -5.131 -1.946 -0.006 -0.074 0.048
Si -29.124 -3.211 24.628 0.01 -0.044 -0.161
Si -28.583 7.248 -6.335 0.021 -0.038 0.055
Si -23.93 6.368 -2.982 -0.018 -0.033 0.221
Si -26.038 -3.648 -4.27 0.106 0.028 0.025
Si -27.963 -6.826 -4.678 0.06 0.008 -0.024
Si 30.084 0.281 -4.478 0.024 0.083 0.181
Si -28.583 1.929 -2.394 0.016 0.012 -0.005
Si -25.578 -7.553 -2.903 -0.148 -0.085 0.04
Si -28.132 4.632 -4.889 0.015 0.03 0.069
Si -19.933 5.44 -3.855 -0.076 -0.058 -0.048
Si -23.582 -3.527 -3 -0.085 0.08 0.137
Si -26.731 -0.239 -2.602 0.003 -0.009 0.123
Si -21.884 1.234 -2.75 0.036 -0.062 0.105
Si -24.555 -1.208 -4.377 -0.028 -0.168 -0.04
Si -23.903 6.869 24.505 -0.051 0 -0.133
Si -12.962 7.61 26.072 -0.093 -0.032 -0.089
Si -21.719 7.813 -4.473 0.097 -0.049 0.098
Si -21.241 -0.028 -5.454 0.038 -0.022 0.022
Si -18.662 2.481 25.673 -0.017 -0.202 -0.065
Si -13.556 2.589 -5.016 0.013 -0.04 -0.005
Si -17.573 -7.269 -3.913 0.028 -0.035 0.104
Si -14.002 -6.749 -2.697 0.041 -0.043 0.034
Si -13.278 -4.174 -3.997 0.004 -0.129 -0.055
Si -18.412 0.637 -5.4 -0.003 0.02 0.069
Si -10.715 -4.183 -2.539 -0.019 -0.079 0.172
Si -8.68 2.815 -1.77 -0.031 -0.033 0.071
Si -7.632 2.368 -4.538 0.053 -0.055 -0.024
Si -13.293 5.637 23.985 -0.059 0.024 0.014
Si -3.45 -4.166 -3.979 -0.043 -0.038 0.07
Si -5.399 -7.999 23.558 -0.017 0.084 0.063
Si -4.921 2.543 -3.537 -0.014 0.108 0.09
Si -5.403 -0.182 -2.046 0.048 0.015 0.017
Si -2.188 7.815 -1.895 -0.053 -0.086 -0.026
Si -0.91 -6.677 26.242 0.109 0.033 -0.025
Si -7.164 1.307 24.863 -0.041 -0.012 -0.061
Si -5.657 -5.2 -2.144 -0.021 -0.018 -0.012
Si 1.388 -1.392 5.481 0.009 -0.004 -0.002
Si 4.074 1.403 5.534 -0.005 0.01 0.003
Si 1.446 4.06 5.534 0.024 -0.001 0.009
Si 4.098 6.836 5.532 0.005 -0.011 0.016
Si 1.353 9.553 5.487 -0.004 0.015 0.005
Si 4.045 -4.009 5.481 0.006 0.037 0.004
Si 6.765 -1.286 5.564 0.004 0.01 0.015
Si 9.47 1.434 5.509 -0.007 -0.004 0.001
Si 6.788 4.138 5.521 -0.005 -0.004 0
Si 9.469 6.841 5.528 -0.006 -0.01 0.012
Si 6.774 -6.757 5.521 -0.011 0.004 0.006
Si 9.506 -4.038 5.528 0.004 -0.003 0.003
Si 12.196 -1.297 5.494 0.02 0.001 0.009
Si 14.911 1.438 5.444 0.001 -0.008 0.004
Si 12.221 4.106 5.499 0.003 -0.007 0.004
Si 14.896 6.866 5.412 -0.011 0.005 -0.004
Si 12.177 -6.763 5.491 -0.005 -0.019 -0.001
Si 14.91 -4.004 5.47 -0.003 -0.006 0.005
Si 17.625 -1.29 5.412 -0.01 -0.001 -0.001
Si 20.354 1.43 5.38 -0.022 0.006 0.007
Si 17.63 4.153 5.386 -0.001 -0.003 0.004
Si 20.359 6.857 5.36 -0.005 0.008 -0.004
Si 17.595 -6.745 5.404 0.004 0.002 0.004
Si 20.344 -4.016 5.391 -0.007 -0.005 0.006
Si 23.088 -1.354 5.323 -0.007 0 -0.015
Si 25.812 1.359 5.338 -0.006 0.008 -0.003
Si 23.1 4.126 5.338 -0.003 -0.013 0.004
Si 25.84 6.815 5.264 -0.006 -0.015 -0.008
Si 23.115 -6.791 5.318 0.006 0.005 0.001
Si 25.815 12.185 5.311 0.006 0.007 0.003
Si 28.541 -1.42 5.344 0.006 0.008 0.001
Si 31.2 1.314 5.445 0.01 0.012 0.018
Si 28.493 4.074 5.359 -0.001 -0.005 0.005
Si 31.233 6.782 5.395 -0.002 -0.013 0.008
Si 28.524 9.461 5.266 -0.002 0.015 -0.008
Si 31.252 12.167 5.312 0.016 0.01 -0.008
Si 33.962 -1.459 5.438 0.01 -0.007 0.012
Si 36.735 1.334 5.472 0.001 0.02 0.015
Si 33.984 4.079 5.449 0.002 0.002 0.027
Si -28.51 6.788 5.425 -0.004 -0.005 0.015
Si 33.992 9.527 5.412 -0.003 0.005 0.008
Si -28.55 12.195 5.396 0.003 0.004 -0.002
Si -25.793 -1.377 5.402 0.008 -0.015 0.011
Si -23.129 1.337 5.446 -0.01 0 0.016
Si -25.814 4.084 5.475 -0.011 -0.005 0.014
Si -23.119 6.816 5.4 -0.017 0.009 -0.004
Si -25.798 9.478 5.374 -0.004 -0.016 0.007
Si -23.069 12.213 5.37 0.002 -0.006 0.008
Si -20.338 -1.413 5.394 0.015 -0.015 -0.006
Si -17.661 1.312 5.41 0 0.003 -0.008
Si -20.356 4.062 5.438 -0.012 -0.004 0.018
Si -17.689 6.816 5.492 -0.02 0.008 0.006
Si -20.376 9.582 5.388 0.008 0.014 -0.005
Si -17.651 12.265 5.368 0.006 0.019 -0.006
Si -14.941 -1.39 5.41 0.025 0.013 -0.002
Si -12.254 1.329 5.539 -0.002 0.008 0.011
Si -14.938 4.012 5.508 0.022 -0.008 0.021
Si -12.212 6.771 5.55 0.002 0.004 0.022
Si -14.914 9.516 5.476 -0.01 0.002 0.012
Si -12.21 12.257 5.482 -0.015 0.015 0.005
Si -9.475 -1.38 5.439 0.015 -0.009 -0.012
Si -6.756 1.33 5.501 0.008 0.008 0.004
Si -9.456 4.024 5.587 -0.014 -0.01 0.002
Si -6.689 6.788 5.53 -0.018 -0.003 -0.002
Si -9.448 9.493 5.543 0.007 -0.014 0.015
Si -6.738 12.215 5.489 -0.003 -0.015 0
Si -3.997 -1.405 5.462 0.021 -0.016 -0.021
Si -1.28 1.285 5.523 0.015 0.009 0.009
Si -4.064 4.041 5.519 -0.001 -0.004 -0.001
Si -1.312 6.808 5.505 0.003 0.009 0.011
Si -4.013 -6.814 5.453 -0.013 -0.011 -0.004
Si -1.355 -4.1 5.437 -0.001 0.005 -0.001
Si 2.718 0.005 6.857 0.007 -0.006 -0.014
Si 5.426 2.778 6.884 -0.012 0.02 -0.003
Si 2.771 5.447 6.892 0.005 -0.013 -0.002
Si 5.434 -8.113 6.89 -0.015 -0.005 -0.003
Si 2.698 -5.386 6.846 -0.008 -0.002 -0.01
Si 5.408 -2.68 6.877 0.009 -0.006 -0.008
Si 8.14 0.072 6.893 -0.021 0.004 -0.003
Si 10.848 2.773 6.862 0 0.006 -0.007
Si 8.137 5.48 6.895 0.01 0.001 -0.003
Si 10.842 -8.118 6.864 0.003 -0.004 -0.001
Si 8.138 -5.395 6.873 0.008 0 -0.004
Si 10.86 -2.663 6.867 -0.001 -0.006 -0.006
Si 13.577 0.064 6.821 0.001 -0.002 -0.005
Si 16.296 2.791 6.778 -0.002 0.001 0.003
Si 13.579 5.499 6.813 0.005 -0.013 0
Si 16.261 -8.105 6.779 0.002 0.007 -0.005
Si 13.556 -5.384 6.815 0.004 0.007 -0.004
Si 16.294 -2.654 6.798 0.005 0.004 0.001
Si 19.005 0.066 6.752 0.003 0.006 0.002
Si 21.747 2.765 6.719 0.007 0.001 0.003
Si 19.011 5.496 6.738 -0.001 -0.002 -0.005
Si 21.748 -8.131 6.706 0.008 -0.006 0.005
Si 18.998 -5.401 6.741 -0.003 0.005 0.006
Si 21.732 -2.678 6.729 -0.006 0.002 0.004
Si 24.454 -0.008 6.695 0.019 -0.001 0.004
Si 27.146 2.715 6.726 -0.013 0.005 0.009
Si 24.479 5.473 6.676 0.005 -0.014 0.007
Si 27.18 8.137 6.679 0.008 -0.004 -0.01
Si 24.455 10.871 6.707 -0.003 0.001 0.004
Si 27.17 -2.774 6.689 -0.003 -0.008 0.009
Si 29.858 -0.066 6.765 0.002 0.002 0
Si 32.615 2.676 6.762 0.009 -0.01 -0.004
Si 29.881 5.402 6.734 0.006 0.003 -0.002
Si 32.617 8.14 6.74 0.011 0.006 -0.006
Si 29.88 10.817 6.667 -0.008 -0.002 0.003
Si 32.59 -2.82 6.753 0.006 0.002 -0.006
Si 35.338 -0.057 6.766 -0.007 -0.002 -0.008
Si -27.19 2.708 6.812 0.001 0.003 0.002
Si -29.913 5.439 6.777 0.001 -0.004 -0.005
Si -27.158 8.143 6.778 -0.002 0 -0.005
Si -29.92 10.861 6.777 -0.016 0.002 -0.007
Si -27.183 -2.748 6.74 0.004 -0.001 -0.001
Si -24.47 -0.029 6.803 0.002 0.013 -0.004
Si -21.743 2.702 6.781 -0.001 0.002 0.001
Si -24.451 5.453 6.801 -0.004 -0.002 -0.002
Si -21.74 8.183 6.741 0.003 -0.008 -0.014
Si -24.451 10.86 6.733 0 0.008 -0.005
Si -21.709 -2.768 6.756 0.011 -0.011 0
Si -19.02 -0.036 6.779 -0.006 0.005 0.006
Si -16.324 2.661 6.823 -0.003 0.004 -0.003
Si -19.039 5.433 6.824 0.008 -0.003 -0.003
Si -16.296 8.163 6.826 0.007 -0.008 -0.005
Si -19.007 10.91 6.76 -0.005 0.002 0.002
Si -16.315 -2.719 6.78 -0.006 0.01 -0.004
Si -13.598 -0.064 6.842 0.007 -0.002 0.001
Si -10.865 2.68 6.893 -0.003 0.007 -0.004
Si -13.583 5.393 6.866 0.012 -0.004 0
Si -10.832 8.139 6.88 0.002 0.004 0
Si -13.561 10.878 6.836 0.011 -0.002 -0.005
Si -10.841 -2.709 6.832 -0.014 0 -0.001
Si -8.129 -0.033 6.839 0.008 -0.002 -0.01
Si -5.421 2.701 6.881 -0.009 0.004 -0.001
Si -8.092 5.438 6.881 -0.003 0.001 -0.01
Si -5.348 8.161 6.869 0.003 0.009 -0.004
Si -8.1 10.879 6.873 -0.014 0.003 0.001
Si -5.369 -2.745 6.838 0.006 -0.002 0.001
Si -2.671 -0.045 6.865 0.007 -0.005 -0.005
Si 0.041 2.711 6.864 -0.013 -0.004 -0.014
Si -2.687 5.435 6.848 -0.01 -0.001 -0.011
Si 0.024 8.183 6.869 0.003 -0.007 0.002
Si -2.691 -5.438 6.839 -0.009 0.008 -0.009
Si 0.01 -2.742 6.828 -0.007 -0.012 -0.007
Si 1.381 1.364 8.238 0.007 0.004 0
Si 4.099 4.114 8.278 0.002 0.009 0.01
Si 1.383 6.815 8.222 -0.001 -0.012 -0.008
Si 4.062 -6.746 8.217 0.013 -0.002 -0.008
Si 1.358 -4.056 8.234 0.001 0.002 0.002
Si 4.073 -1.322 8.245 0.001 -0.011 0.003
Si 6.787 1.425 8.248 0.028 0.011 -0.007
Si 9.511 4.133 8.236 0.007 0.012 0.005
Si 6.785 6.845 8.248 -0.004 -0.008 -0.004
Si 9.5 -6.75 8.224 0.004 -0.007 -0.007
Si 6.779 -4.037 8.226 -0.017 -0.004 -0.005
Si 9.5 -1.308 8.226 -0.01 -0.007 -0.004
Si 12.216 1.405 8.195 -0.012 -0.014 -0.006
Si 14.947 4.14 8.159 0.006 0.011 -0.007
Si 12.221 6.843 8.193 -0.002 0.007 -0.001
Si 14.925 -6.746 8.158 -0.009 -0.011 0.004
Si 12.227 -4.024 8.2 0.003 0.01 0.002
Si 14.944 -1.297 8.164 0.002 0.003 0.003
Si 17.656 1.418 8.127 -0.011 -0.01 -0.001
Si 20.38 4.119 8.083 -0.012 -0.006 -0.011
Si 17.653 6.852 8.109 0.009 0.003 -0.005
Si 20.383 -6.771 8.076 0.01 0.012 -0.008
Si 17.659 -4.039 8.123 0.003 -0.001 -0.004
Si 20.379 -1.312 8.091 0.001 0.01 -0.008
Si 23.105 1.371 8.062 -0.006 0.002 -0.003
Si 25.798 4.088 8.071 -0.003 -0.012 -0.005
Si 23.106 6.812 8.057 0.003 0.013 -0.014
Si 25.823 9.501 8.054 -0.007 0.007 -0.006
Si 23.095 -4.073 8.065 0.007 0.001 -0.007
Si 25.816 -1.388 8.048 -0.012 -0.006 -0.011
Si 28.506 1.332 8.088 0.001 -0.008 -0.005
Si 31.252 4.048 8.101 0.005 0.005 -0.004
Si 28.521 6.775 8.073 -0.008 -0.016 0.002
Si 31.238 9.488 8.08 0.005 -0.004 -0.007
Si 28.537 -4.131 8.051 0.006 0.011 -0.005
Si 31.245 -1.424 8.101 0.003 0.005 -0.002
Si 33.976 1.31 8.115 -0.002 0.005 0.01
Si -28.578 4.058 8.144 -0.013 -0.014 0.006
Si 33.983 6.787 8.115 0.009 0.005 0.005
Si -28.554 9.489 8.122 -0.002 -0.002 -0.003
Si 33.974 -4.131 8.132 0.008 0.001 0.005
Si -28.559 -1.404 8.113 0.002 0 -0.005
Si -25.832 1.335 8.155 0.005 0.002 0.002
Si -23.097 4.071 8.143 0.012 0.018 0
Si -25.831 6.781 8.16 -0.007 -0.005 0.002
Si -23.106 9.511 8.123 -0.005 0.003 -0.009
Si -25.829 -4.114 8.103 -0.009 -0.007 0
Si -23.091 -1.406 8.121 -0.008 0.001 -0.006
Si -20.391 1.327 8.135 -0.003 0.003 -0.006
Si -17.676 4.052 8.163 -0.005 -0.004 0
Si -20.412 6.81 8.138 -0.003 -0.006 0.005
Si -17.672 9.533 8.148 -0.005 -0.005 -0.008
Si -20.369 -4.095 8.154 0.01 0.014 -0.004
Si -17.663 -1.374 8.163 0 -0.001 -0.002
Si -14.953 1.318 8.188 0.002 -0.01 -0.008
Si -12.211 4.062 8.234 0.017 0.011 0.004
Si -14.951 6.781 8.186 -0.002 -0.007 -0.005
Si -12.205 9.518 8.204 0.006 -0.008 0.003
Si -14.952 -4.08 8.16 0.004 0.004 -0.008
Si -12.212 -1.38 8.207 0.003 0.006 0.004
Si -9.488 1.32 8.221 -0.022 -0.005 0
Si -6.758 4.073 8.247 0.003 -0.002 -0.002
Si -9.47 6.788 8.235 0.004 0.006 0.004
Si -6.735 9.517 8.221 0.002 0.009 -0.004
Si -9.484 -4.077 8.2 0.01 -0.009 -0.006
Si -6.745 -1.377 8.192 -0.011 -0.003 -0.012
Si -4.034 1.343 8.211 0.004 0.006 -0.004
Si -1.329 4.081 8.211 -0.001 -0.008 0.001
Si -4.018 6.798 8.237 0.009 0.009 0
Si -1.332 -6.778 8.225 0.005 0.001 -0.005
Si -4.035 -4.089 8.224 0.006 -0.005 0.006
Si -1.321 -1.384 8.228 -0.018 -0.006 0
Si 0.016 0.007 9.591 -0.002 -0.001 -0.009
Si 2.726 2.739 9.603 0.005 -0.002 -0.005
Si 0.018 5.454 9.579 -0.004 0.005 -0.007
Si 2.728 -8.127 9.585 -0.001 0.007 -0.009
Si 0.016 -5.419 9.599 -0.006 0.004 0.002
Si 2.716 -2.688 9.596 -0.008 0.002 -0.003
Si 5.435 0.045 9.598 -0.007 0.007 -0.008
Si 8.156 2.777 9.6 -0.013 0.001 -0.003
Si 5.447 5.488 9.622 0 -0.007 0.005
Si 8.151 -8.11 9.587 0.002 -0.005 -0.006
Si 5.426 -5.397 9.584 0.003 0.005 -0.004
Si 8.142 -2.671 9.577 0.005 -0.001 -0.003
Si 10.872 0.052 9.572 0.011 0.004 -0.002
Si 13.588 2.778 9.523 -0.007 0.002 -0.004
Si 10.874 5.496 9.572 -0.004 -0.016 0.002
Si 13.583 -8.103 9.531 -0.001 0.001 0.001
Si 10.87 -5.384 9.56 -0.005 0.002 -0.003
Si 13.596 -2.658 9.534 0.011 -0.002 -0.004
Si 16.312 0.06 9.504 0 -0.005 0.004
Si 19.035 2.77 9.468 0.01 0.008 0.004
Si 16.314 5.501 9.499 0.005 -0.009 0.002
Si 19.028 -8.121 9.459 -0.002 -0.009 0.003
Si 16.304 -5.388 9.497 0.006 0.006 -0.002
Si 19.032 -2.68 9.461 0.001 -0.003 0
Si 21.753 0.026 9.447 -0.004 0.002 0.007
Si 24.456 2.72 9.437 0.006 0.01 0.009
Si 21.75 5.462 9.44 0.004 -0.008 0.002
Si 24.464 8.155 9.429 0.002 -0.011 0.004
Si 21.743 -5.425 9.44 -0.005 0.005 0.009
Si 24.466 -2.733 9.429 -0.003 0.003 0.005
Si 27.162 -0.039 9.441 -0.012 0.007 0.006
Si 29.89 2.677 9.447 0.014 0 -0.002
Si 27.173 5.416 9.441 -0.006 0.001 0.003
Si 29.891 8.118 9.444 0.005 0.01 -0.006
Si 27.182 -5.476 9.431 0.004 -0.004 0.004
Si 29.883 -2.782 9.447 0.004 -0.003 -0.001
Si 32.61 -0.056 9.457 0.017 -0.007 0.004
Si -29.946 2.677 9.478 0.009 0.002 0.003
Si 32.62 5.404 9.462 0.007 -0.008 0
Si -29.929 8.13 9.481 -0.001 0.005 -0.003
Si 32.603 -5.498 9.468 0.002 -0.007 0.002
Si -29.933 -2.761 9.469 -0.013 0.008 0
Si -27.212 -0.036 9.485 -0.004 0.008 -0.004
Si -24.47 2.704 9.496 -0.002 -0.008 -0.004
Si -27.208 5.411 9.5 0 0.006 -0.004
Si -24.464 8.147 9.497 0 -0.006 0
Si -27.194 -5.468 9.476 -0.004 0.008 -0.004
Si -24.474 -2.755 9.476 0.009 -0.008 -0.006
Si -21.754 -0.033 9.494 0.008 -0.008 -0.002
Si -19.042 2.691 9.51 -0.002 0.001 0.003
Si -21.752 5.435 9.506 -0.008 0.005 0.002
Si -19.039 8.16 9.495 0 -0.002 -0.002
Si -21.747 -5.46 9.495 0.015 -0.001 -0.003
Si -19.024 -2.734 9.522 -0.009 0.002 0.008
Si -16.314 -0.026 9.546 -0.002 0.007 0.001
Si -13.593 2.689 9.552 0.003 0.001 -0.004
Si -16.318 5.414 9.525 -0.001 -0.001 0.001
Si -13.582 8.147 9.539 0.009 0.003 -0.001
Si -16.31 -5.442 9.522 -0.006 0.005 -0.004
Si -13.588 -2.739 9.543 0.013 0.002 0.002
Si -10.86 -0.021 9.575 0.003 -0.011 0.007
Si -8.139 2.709 9.576 -0.006 0.012 -0.008
Si -10.847 5.43 9.581 -0.001 -0.004 0.001
Si -8.111 8.164 9.578 -0.01 -0.009 -0.006
Si -10.844 -5.439 9.559 -0.003 0.011 0
Si -8.115 -2.722 9.56 -0.01 0.003 -0.004
Si -5.406 -0.003 9.568 0 -0.006 -0.006
Si -2.691 2.725 9.575 -0.007 0.007 0
Si -5.395 5.447 9.592 -0.008 0.002 0
Si -2.677 -8.145 9.596 -0.001 -0.006 0.001
Si -5.396 -5.437 9.591 -0.003 -0.003 -0.001
Si -2.687 -2.721 9.593 0.009 -0.01 0.008
Si 1.372 -1.331 10.966 0.008 -0.004 0.003
Si 4.084 1.397 10.968 -0.007 0.009 0.002
Si 1.364 4.102 10.955 -0.002 -0.007 -0.002
Si 4.083 -9.471 10.966 0.012 -0.007 0.004
Si 1.38 -6.774 10.958 -0.001 -0.011 -0.001
Si 4.083 -4.041 10.954 0.001 -0.003 -0.003
Si 6.8 -1.313 10.951 0.005 -0.01 0.005
Si 9.522 1.412 10.94 -0.004 0.003 -0.001
Si 6.81 4.134 10.97 0.009 0.012 0.01
Si 9.517 -9.465 10.933 0.001 0.012 -0.001
Si 6.793 -6.751 10.94 -0.007 -0.005 -0.002
Si 9.514 -4.028 10.921 0.001 0.002 -0.004
Si 12.247 -1.306 10.909 -0.003 -0.019 0.001
Si 14.954 1.415 10.869 0.002 0.002 -0.003
Si 12.239 4.129 10.904 -0.002 0.008 -0.002
Si 14.956 -9.463 10.87 0.002 0.006 -0.003
Si 12.238 -6.743 10.903 0.001 -0.009 0.001
Si 14.961 -4.024 10.872 -0.005 0.001 0.004
Si 17.678 -1.322 10.832 0.004 0.006 -0.004
Si 20.401 1.394 10.811 -0.01 -0.002 -0.001
Si 17.682 4.133 10.838 -0.004 0 -0.006
Si 20.392 -9.495 10.808 0.007 0.004 -0.006
Si 17.671 -6.762 10.832 0.008 0.008 -0.003
Si 20.391 -4.057 10.804 0 0.006 -0.002
Si 23.114 -1.362 10.789 0.005 0.001 -0.004
Si 25.816 1.34 10.793 -0.012 -0.004 -0.004
Si 23.1 4.082 10.801 -0.012 -0.015 -0.002
Si 25.814 6.78 10.792 0 -0.005 -0.009
Si 23.105 9.519 10.792 0.004 0.001 -0.008
Si 25.824 -4.105 10.79 -0.004 0.01 -0.007
Si 28.528 -1.409 10.802 0.009 0 -0.002
Si 31.251 1.313 10.811 0.001 -0.01 -0.001
Si 28.534 4.043 10.801 -0.008 -0.006 -0.004
Si 31.248 6.755 10.817 0.003 0.008 0
Si 28.535 9.479 10.804 -0.004 -0.005 -0.003
Si 31.243 -4.133 10.82 0.004 0.019 0.002
Si 33.978 -1.405 10.819 0.013 0.006 0.002
Si -28.578 1.323 10.839 -0.009 -0.006 0.008
Si -31.311 4.033 10.835 0.003 -0.006 0.007
Si -28.582 6.76 10.85 -0.01 -0.006 0.002
Si -31.312 9.47 10.835 -0.007 0.001 0.004
Si -28.573 -4.122 10.83 0.003 -0.004 -0.002
Si -25.849 -1.399 10.837 -0.003 0.008 -0.002
Si -23.121 1.331 10.85 -0.002 0.013 -0.003
Si -25.849 4.045 10.856 -0.002 0.005 0.002
Si -23.118 6.781 10.866 0.002 -0.008 0.004
Si -25.844 9.49 10.849 0.002 -0.003 0.001
Si -23.118 -4.107 10.849 -0.005 -0.006 0
Si -20.396 -1.378 10.869 0.009 0.001 0.004
Si -17.68 1.345 10.885 0 -0.003 0
Si -20.401 4.061 10.861 0.005 0.005 0.004
Si -17.688 6.785 10.856 -0.006 0.002 -0.004
Si -20.398 9.503 10.869 -0.011 -0.005 0.006
Si -17.671 -4.095 10.89 0.001 0.011 0.003
Si -14.947 -1.378 10.906 0.001 0.001 0
Si -12.227 1.345 10.92 0.01 0.007 0.005
Si -14.958 4.061 10.893 0.006 0.004 0
Si -12.225 6.798 10.913 0.011 0.006 0.004
Si -14.948 9.514 10.883 -0.003 -0.013 0
Si -12.22 -4.086 10.907 -0.006 -0.01 0.005
Si -9.483 -1.37 10.92 0.007 -0.001 -0.004
Si -6.765 1.365 10.929 -0.01 0.003 -0.006
Si -9.494 4.071 10.94 -0.004 0 0.006
Si -6.76 6.809 10.948 0.004 0.002 0.002
Si -9.483 9.528 10.925 0.005 0.003 0.002
Si -6.76 -4.069 10.939 -0.001 -0.006 0
Si -4.048 -1.347 10.942 -0.001 0.001 -0.001
Si -1.337 1.379 10.95 -0.004 -0.005 0
Si -4.038 4.091 10.948 0.001 0.003 0.002
Si -1.321 6.819 10.956 0.011 -0.001 0.002
Si -4.042 -6.788 10.957 0 0.005 0.001
Si -1.332 -4.06 10.967 -0.008 0.001 0.008
Si 2.722 0.04 12.325 0.003 0 -0.003
Si 5.445 2.768 12.314 0.003 -0.005 -0.004
Si 2.716 5.476 12.309 -0.017 -0.005 -0.007
Si 5.455 -8.111 12.317 0.003 0.013 0.001
Si 2.743 -5.413 12.318 0.004 0.005 -0.007
Si 5.442 -2.675 12.31 -0.016 -0.01 -0.002
Si 8.172 0.046 12.301 0.001 0.008 0.009
Si 10.886 2.782 12.283 0.001 -0.004 -0.004
Si 8.172 5.503 12.313 0.009 -0.002 0.001
Si 10.882 -8.096 12.267 -0.005 -0.004 -0.003
Si 8.158 -5.385 12.283 -0.004 -0.002 -0.005
Si 10.891 -2.672 12.262 -0.005 0 -0.003
Si 13.613 0.061 12.253 -0.005 0.005 0.005
Si 16.323 2.781 12.201 0.006 0.001 0
Si 13.6 5.503 12.236 -0.004 -0.014 0.002
Si 16.317 -8.102 12.219 -0.006 -0.009 0
Si 13.609 -5.378 12.241 0.004 0.013 -0.004
Si 16.324 -2.661 12.218 0.012 -0.004 0.002
Si 19.047 0.036 12.169 0.005 -0.006 -0.003
Si 21.76 2.731 12.187 0.004 0.01 0.013
Si 19.042 5.483 12.198 0.001 -0.009 0.011
Si 21.75 -8.147 12.171 -0.005 -0.004 0.007
Si 19.032 -5.401 12.179 -0.003 -0.001 0.003
Si 21.766 -2.719 12.159 -0.006 0.004 0.013
Si 24.47 -0.017 12.162 0.003 0.009 0.005
Si 27.185 2.677 12.164 0.006 -0.001 0.003
Si 24.465 5.427 12.162 0.006 0.009 0.006
Si 27.181 8.111 12.161 -0.008 0.002 -0.006
Si 24.471 10.858 12.158 0 -0.003 0.006
Si 27.181 -2.768 12.176 -0.007 -0.002 0.004
Si 29.895 -0.053 12.164 0.006 0.005 0.004
Si 32.608 2.662 12.191 0.003 0.002 0.006
Si 29.894 5.385 12.177 0.004 -0.001 0.002
Si 32.61 8.098 12.193 0.015 -0.006 -0.002
Si 29.887 10.826 12.184 0.008 -0.011 0.007
Si 32.614 -2.771 12.168 0.011 0.002 -0.001
Si 35.335 -0.046 12.181 -0.006 -0.001 -0.001
Si -27.221 2.681 12.21 0.004 -0.007 0
Si -29.946 5.385 12.202 0.005 0.005 0.001
Si -27.213 8.116 12.2 0 -0.001 0.002
Si -29.944 10.834 12.182 -0.003 0.004 0.001
Si -27.219 -2.76 12.196 -0.006 -0.005 -0.001
Si -24.502 -0.024 12.199 0.002 -0.003 -0.002
Si -21.766 2.695 12.213 -0.002 -0.005 0.002
Si -24.485 5.406 12.208 -0.002 0.013 -0.005
Si -21.753 8.134 12.229 0.003 0.001 0.002
Si -24.478 10.845 12.205 0.001 0.012 -0.002
Si -21.768 -2.74 12.216 0.005 0.005 -0.002
Si -19.04 -0.02 12.236 -0.007 0.005 -0.002
Si -16.325 2.708 12.252 -0.003 0.001 0.002
Si -19.04 5.421 12.221 0.001 0.007 -0.002
Si -16.324 8.14 12.213 -0.01 -0.011 -0.01
Si -19.043 10.861 12.238 0.004 -0.005 0.003
Si -16.31 -2.741 12.257 0 -0.003 0.002
Si -13.595 -0.011 12.272 0.001 -0.002 0.002
Si -10.871 2.711 12.282 -0.003 0.005 0.004
Si -13.599 5.427 12.251 0 -0.007 0.001
Si -10.865 8.168 12.267 -0.004 -0.004 -0.008
Si -13.586 10.871 12.252 0.014 0.008 0.006
Si -10.855 -2.724 12.267 0.008 0.007 -0.003
Si -8.134 0.006 12.277 -0.007 -0.005 -0.006
Si -5.416 2.738 12.296 -0.003 -0.002 -0.002
Si -8.133 5.447 12.293 -0.004 -0.002 -0.003
Si -5.406 8.175 12.314 -0.003 0 -0.003
Si -8.125 10.891 12.291 -0.009 -0.001 0.002
Si -5.407 -2.698 12.306 -0.001 0.007 0.002
Si -2.7 0.026 12.309 -0.007 0.001 -0.003
Si 0.007 2.748 12.326 -0.004 -0.001 -0.001
Si -2.684 5.461 12.314 -0.002 0.007 -0.003
Si 0.029 8.186 12.324 0.003 0.002 0.007
Si -2.694 -5.415 12.32 0.003 -0.014 0.002
Si 0.023 -2.692 12.329 -0.006 0.003 0.004
Si 1.361 1.392 13.694 0.006 -0.003 0.003
Si 4.075 4.125 13.666 0 0.011 -0.001
Si 1.378 6.828 13.696 0.013 -0.006 0.008
Si 4.107 -6.762 13.69 0.007 -0.007 0.004
Si 1.396 -4.05 13.679 0.004 -0.012 0.003
Si 4.092 -1.31 13.672 -0.007 0.004 0.001
Si 6.819 1.415 13.656 -0.004 -0.001 0.013
Si 9.547 4.154 13.657 -0.01 0.011 0.004
Si 6.821 -9.457 13.679 -0.005 -0.006 0.006
Si 9.532 -6.734 13.628 0.003 0.002 0.001
Si 6.807 -4.038 13.658 0.003 0.012 0.003
Si 9.549 -1.322 13.637 0.022 -0.028 0.006
Si 12.254 1.416 13.62 -0.005 0.007 0.004
Si 14.97 4.142 13.569 0.005 0.005 0
Si 12.248 -9.458 13.606 -0.006 0.004 0.003
Si 14.965 -6.737 13.594 0.002 0.006 0.002
Si 12.26 -4.021 13.613 -0.003 -0.008 -0.002
Si 14.986 -1.296 13.603 0.003 -0.008 0.013
Si 17.686 1.398 13.525 -0.003 0.009 -0.015
Si 20.4 4.099 13.543 0.008 -0.006 0.005
Si 17.683 -9.465 13.562 -0.007 0.008 -0.003
Si 20.391 -6.771 13.526 -0.001 0.003 -0.009
Si 17.677 -4.044 13.552 0.013 -0.001 0.006
Si 20.413 -1.34 13.503 -0.012 0.01 -0.004
Si 23.125 1.344 13.532 -0.002 -0.02 -0.002
Si 25.823 4.045 13.511 0.003 -0.005 -0.008
Si 23.113 -9.522 13.522 -0.01 -0.007 0
Si 25.83 9.479 13.51 0.008 -0.012 -0.007
Si 23.113 -4.101 13.52 0.006 0.002 0.005
Si 25.827 -1.388 13.523 -0.015 0.011 -0.007
Si 28.543 1.305 13.531 0.002 -0.008 -0.002
Si 31.237 4.013 13.554 -0.001 -0.001 0.01
Si 28.52 6.734 13.533 -0.01 0.009 -0.001
Si 31.243 9.458 13.545 -0.005 0.002 0.006
Si 28.526 -4.142 13.555 -0.008 0.018 0.014
Si 31.256 -1.413 13.527 0.003 -0.003 -0.006
Si 33.975 1.296 13.55 0.024 -0.018 0.004
Si -28.589 4.029 13.578 -0.006 0.012 0.009
Si 33.956 6.722 13.563 -0.011 -0.002 0.005
Si -28.598 9.461 13.545 -0.006 0.01 0.006
Si 33.972 -4.124 13.534 -0.003 0.001 0.006
Si 36.687 -1.401 13.55 -0.007 0.01 0.002
Si -25.866 1.321 13.578 -0.011 0.01 0.013
Si -23.135 4.043 13.574 -0.002 0.001 0.005
Si -25.855 6.749 13.563 0.004 -0.012 0.006
Si -23.125 9.487 13.579 0 -0.005 0.004
Si -25.855 -4.124 13.548 0.01 -0.014 0.002
Si -23.139 -1.372 13.557 -0.01 0.004 0
Si -20.401 1.349 13.58 0.011 -0.003 0.003
Si -17.685 4.079 13.601 -0.008 0.01 0.001
Si -20.397 6.768 13.59 0.004 -0.011 0.001
Si -17.679 9.484 13.582 0.01 -0.008 -0.001
Si -20.415 -4.097 13.587 -0.011 0.012 0.008
Si -17.684 -1.38 13.6 0 0.007 -0.008
Si -14.97 1.352 13.62 0.001 0.008 0.004
Si -12.247 4.072 13.623 0.009 0.003 0.011
Si -14.979 6.787 13.589 0 0.013 -0.003
Si -12.231 9.523 13.626 0.001 -0.005 0.009
Si -14.942 -4.094 13.617 -0.005 -0.008 0.007
Si -12.217 -1.363 13.62 0.008 -0.001 0.001
Si -9.501 1.356 13.636 0.006 -0.004 0
Si -6.773 4.1 13.663 0.002 0.004 0.009
Si -9.51 6.814 13.63 0 0.006 -0.002
Si -6.762 9.547 13.666 0.005 -0.008 0.01
Si -9.496 -4.07 13.637 0.005 -0.008 0.007
Si -6.77 -1.324 13.652 -0.009 0.012 -0.004
Si -4.054 1.398 13.667 -0.005 -0.002 -0.004
Si -1.338 4.116 13.7 0 -0.001 0.001
Si -4.039 6.825 13.675 0.007 -0.008 0.002
Si -1.329 9.555 13.675 -0.013 0.012 0.005
Si -4.042 -4.041 13.679 0 -0.002 0
Si -1.34 -1.322 13.679 0 0.003 0
Si -0.004 0.038 15.063 -0.009 -0.002 0.002
Si 2.722 2.766 15.038 -0.01 -0.009 0.005
Si 0.012 5.485 15.074 -0.005 -0.001 0.001
Si 2.759 8.181 15.046 -0.007 0.002 0
Si 0.035 -5.405 15.035 0.009 -0.007 0.001
Si 2.746 -2.675 15.034 0.006 0.001 0.003
Si 5.462 0.055 15.015 -0.004 0.005 -0.002
Si 8.18 2.791 14.998 0.004 0.003 0.001
Si 5.428 5.501 15.007 0.007 0.003 0.002
Si 8.207 -8.088 15.018 0.007 0.01 0.001
Si 5.474 -5.4 15.046 -0.001 -0.001 -0.006
Si 8.188 -2.682 14.994 -0.006 -0.009 -0.002
Si 10.917 0.039 14.986 -0.009 0.002 0.006
Si 13.625 2.795 14.944 -0.02 -0.008 0.003
Si 10.913 5.526 15.009 0.004 0.001 0
Si 13.591 -8.085 14.951 0 0.006 -0.01
Si 10.902 -5.378 14.973 -0.001 0.003 -0.003
Si 13.623 -2.654 14.96 0.003 -0.01 -0.002
Si 16.357 0.083 14.941 0.014 0.008 0.009
Si 19.039 2.728 14.891 -0.016 -0.007 0.004
Si 16.317 5.508 14.922 0.008 -0.009 0.016
Si 19.026 -8.085 14.915 0.002 0.002 0.007
Si 16.321 -5.373 14.951 -0.006 0 0.011
Si 19.057 -2.679 14.866 0.004 0.002 0.002
Si 21.769 -0.02 14.889 0.002 -0.002 0.017
Si 24.497 2.686 14.891 0.009 0.013 0.011
Si 21.764 5.451 14.897 -0.003 0.001 0.014
Si 24.481 -8.18 14.885 0.015 0.005 -0.001
Si 21.753 -5.444 14.901 -0.004 -0.002 0.012
Si 24.479 -2.757 14.877 0.012 0.015 0.005
Si 27.199 -0.057 14.899 0.006 0.006 0.001
Si 29.883 2.65 14.926 0.001 -0.013 0.002
Si 27.168 5.367 14.905 -0.005 -0.011 0.005
Si 29.875 8.084 14.892 0.023 0.001 0.007
Si 27.175 10.79 14.916 -0.01 -0.008 0.013
Si 29.908 -2.775 14.889 0.008 0.005 0.002
Si 32.611 -0.068 14.907 0.01 -0.002 0.004
Si 35.326 2.647 14.926 -0.016 0.003 0.006
Si 32.596 5.352 14.933 0.015 0.002 0.01
Si 35.328 8.08 14.907 0.005 -0.006 0
Si 32.621 10.822 14.885 0.001 0.005 -0.002
Si 35.311 -2.754 14.906 0.01 0.009 -0.001
Si 38.032 -0.043 14.926 -0.001 -0.018 -0.002
Si -24.502 2.688 14.939 0.004 0.001 0.002
Si -27.204 5.38 14.933 -0.004 0.005 0
Si -24.493 8.106 14.917 0.008 -0.005 0.001
Si -27.227 10.822 14.886 0.004 0.009 -0.005
Si -24.506 -2.741 14.896 -0.003 0.007 -0.001
Si -21.779 -0.007 14.917 -0.004 0.017 0.002
Si -19.05 2.716 14.948 -0.004 -0.001 0.001
Si -21.766 5.396 14.931 0.004 0.004 0.003
Si -19.022 8.116 14.952 0.005 -0.003 0.005
Si -21.772 10.853 14.943 0.005 -0.008 0.001
Si -19.055 -2.736 14.951 0.007 0 -0.001
Si -16.336 -0.017 14.966 -0.01 -0.008 0
Si -13.619 2.72 14.988 -0.004 0.006 0.001
Si -16.329 5.439 14.973 0.002 -0.003 0.004
Si -13.632 8.155 14.943 -0.003 -0.008 -0.007
Si -16.314 10.837 14.938 -0.007 0 0.002
Si -13.57 -2.728 14.972 0.005 0.003 -0.001
Si -10.876 0.008 14.993 0.012 -0.004 0.003
Si -8.148 2.724 14.995 -0.008 0.002 -0.001
Si -10.89 5.45 14.967 -0.005 0.007 -0.004
Si -8.149 8.179 14.991 -0.013 -0.008 -0.01
Si -10.862 10.886 14.987 -0.004 -0.006 0.007
Si -8.144 -2.685 14.987 -0.009 -0.001 -0.002
Si -5.414 0.044 15.02 -0.004 -0.002 -0.004
Si -2.716 2.764 15.052 -0.013 0.005 0.006
Si -5.401 5.462 15.027 -0.001 0.01 0.004
Si -2.687 8.203 15.037 0.011 0 -0.002
Si -5.405 -5.395 15.032 -0.003 -0.002 0.003
Si -2.678 -2.681 15.051 -0.012 -0.003 0.003
O 6.307 -4.871 25.391 0.041 0.184 -0.003
O 2.659 -0.183 22.068 -0.114 -0.179 0.154
O 7.035 -0.431 22.924 -0.243 0.28 0.284
O 4.742 4.521 24.293 0.084 0.157 0.005
O 0.099 2.796 22.334 -0.198 -0.292 0.151
O 0.239 4.001 26.075 0.162 0.402 -0.213
O 6.788 -6.138 23.145 0.622 0.445 0.349
O -0.477 -7.08 24.732 0.069 0.29 -0.239
O 2.424 -6.197 23.033 0.427 0.336 0.168
O 5.654 -2.517 22.068 -0.084 0.119 0.175
O 10.99 2.768 22.058 -0.206 0.037 0.064
O 5.435 0.284 -5.658 0.108 0.004 -0.131
O 0.1 1.434 25.318 -0.101 0.052 -0.529
O 11.397 4.359 -6.464 -0.036 -0.053 0.44
O 10.276 6.563 23.138 -0.078 0.604 0.387
O 6.52 3.262 23.017 0.033 -0.547 0.001
O 9.254 -3.743 23.337 -0.618 -0.647 0.236
O 11.169 -2.515 22.198 -0.049 0.042 0.494
O 13.002 -0.739 22.973 -0.179 -0.2 0.235
O 14.659 1.266 22.911 -0.063 0.241 0.259
O 21.994 4.355 -3.92 -0.387 -0.378 0.359
O 12.334 4.837 22.932 0.492 0.338 0.383
O 15.087 6.944 23.377 -0.522 -0.198 0.118
O 11.693 7.94 -4.132 0.014 0.208 0.301
O 15.097 -4.399 25.388 0.298 -0.511 -0.23
O 13.691 -5.48 22.013 0.183 -0.076 0.548
O 15.441 -1.012 24.001 -0.118 -0.503 -0.208
O 17.306 -0.065 25.6 -0.351 0.486 -0.18
O 21.999 1.698 25.52 0.233 0.037 -0.327
O 18.424 4.245 22.952 -0.019 -0.011 0.177
O 19.42 6.884 22.744 -0.469 -0.274 0.029
O 20.023 -3.661 23.304 -0.151 0.373 0.33
O 25.46 -4.907 22.802 -0.203 -0.465 -0.06
O 24.774 0.082 22.177 -0.113 -0.042 0.349
O 27.294 -2.317 -7.059 0.153 0.519 0.1
O 28.161 0.658 24.947 -0.338 0.235 -0.259
O 29.637 7.488 24.633 -0.51 -0.307 0.202
O 23.267 4.343 23.001 -0.082 -0.158 0.251
O 26.628 -5.406 -3.727 -0.329 -0.442 -0.206
O 21.658 8.056 22.016 0.214 -0.272 0.633
O 28.368 -6.89 25.811 0.081 0.446 0.545
O 29.183 -0.971 -3.991 0.212 -0.303 -0.068
O 27.867 -4.627 -5.883 0.373 -0.463 0.044
O 29.636 0.753 22.571 -0.29 0.423 -0.093
O 26.822 2.17 22.076 0.089 -0.229 0.06
O 28.192 3.638 23.565 0.391 0.201 0.395
O -26.837 5.739 24.499 0.039 0.421 0.184
O -30.586 -7.122 22.92 0.756 0.092 0.044
O 27.055 7.959 22.092 -0.087 -0.124 0.395
O -30.847 -1.061 23.002 -0.04 0.302 0.169
O -27.61 -3.656 -3.995 -0.289 -0.641 0.245
O -30.186 1.825 -5.934 -0.043 -0.305 0.132
O -29.948 -2.664 -3.289 -0.466 -0.045 -0.385
O -31.653 4.334 23.226 -0.454 -0.394 0.434
O -28.044 -5.666 -5.811 -0.312 0.246 -0.051
O 32.527 7.936 22.064 0.166 0.146 0.01
O -29.534 -6.288 25.224 -0.016 -0.071 -0.13
O -28.792 0.622 22.983 0.114 -0.141 0.198
O -28.094 -4.126 25.497 0.367 0.151 0.071
O -23.887 6.707 22.889 -0.207 -0.45 0.022
O -22.978 -1.345 23.893 0.348 0.433 0.201
O -23.773 1.989 -7.06 -0.262 0.276 -0.137
O -27.557 8.151 -5.497 0.626 -0.17 0.126
O -24.454 -5.401 21.932 -0.26 0.17 0.471
O -22.673 -3.78 22.984 0.037 0.008 0.15
O -21.689 0.071 -3.883 -0.241 -0.378 0.104
O -20.697 -2.062 22.791 0.474 0.04 0.208
O -19.165 -0.134 21.977 0.025 0.142 0.191
O -16.011 3.215 22.946 -0.465 0.165 0.258
O -21.28 -2.896 25.141 0.625 -0.107 0.028
O -21.904 1.758 22.981 0.208 0.028 -0.019
O -18.999 5.519 22.208 -0.061 -0.116 0.501
O -17.119 7.129 23.079 -0.197 -0.296 0.088
O -21.846 -8.062 22.116 -0.024 -0.101 0.593
O -20.146 -6.156 22.842 -0.177 0.203 0.358
O -16.374 -2.662 22.166 -0.135 0.022 0.261
O -14.557 -0.941 22.967 0.026 -0.189 0.244
O -8.259 -1.781 -4.712 -0.261 0.14 -0.338
O -8.722 1.307 25.333 -0.302 -0.176 -0.203
O -14.719 -0.962 -6.514 -0.429 -0.375 -0.039
O -8.5 2.849 -5.812 0.36 0.494 -0.278
O -23.885 4.782 -3.352 -0.57 -0.269 0.166
O -14.418 5.202 22.926 -0.131 0.504 0.211
O -12.122 6.299 23.108 0.211 -0.043 0.343
O -15.227 -7.334 23.214 0.226 -0.087 0.537
O -11.876 -3.647 23.109 -0.252 -0.064 0.428
O -14.385 -7.622 -3.995 -0.218 0.43 -0.105
O -8.303 -0.058 22.084 -0.06 0.003 0.313
O -6.935 1.636 23.301 0.311 0.321 0.186
O -6.27 2.435 25.63 -0.301 0.489 0.396
O -4.343 1.02 -6.485 0.472 0.075 0.554
O -10.951 2.686 22.159 -0.24 0.058 0.092
O -9.235 4.27 23.193 -0.139 -0.298 0.384
O -8.156 6.582 22.709 -0.54 0.162 -0.299
O -10.841 -6.808 -5.685 0.094 0.107 0.096
O -8.853 -6.496 22.948 -0.024 -0.179 0.398
O -7.856 0.788 -4.253 -0.329 -0.19 0.012
O -6.416 -6.358 -5.962 0.379 -0.278 0.184
O -5.389 -2.604 22.305 0.05 0.125 0.493
O -3.719 -0.701 23.226 -0.097 0.161 0.564
O -1.835 1.129 23.056 0.352 0.145 0.33
O -0.993 2.864 -2.936 0.284 0.318 0.158
O -4.687 4.177 23.23 -0.248 -0.514 0.318
O -2.773 5.433 22.026 -0.005 -0.189 0.31
O -6.395 -7.844 22.291 -0.126 0.608 -0.143
O -2.475 -6.332 26.157 -0.211 -0.197 -0.425
O -24.42 -6.922 -3.818 0.318 -0.32 0.023
O -29.022 -2.13 -5.613 0.241 0.188 -0.446
O 1.271 -2.259 22.892 0.198 -0.309 -0.042
O -1.271 3.724 -5.361 -0.002 -0.287 -0.21
O 4.719 -3.789 -4.509 -0.055 -0.364 -0.07
O 29.783 1.459 -3.402 -0.543 0.056 -0.327
O 22.606 -0.746 -1.2 -0.398 0.065 -0.291
O 2.195 4.337 23.143 -0.252 -0.35 0.387
O 0.656 -8.068 22.594 -0.334 -0.586 -0.16
O 11.822 -5.154 -2.975 0.136 -0.199 0.341
O 2.451 -5.469 25.558 0.067 -0.091 0.202
O 4.756 4.432 -2.899 -0.494 0.365 -0.171
O 5.74 2.22 -3.869 0.249 -0.038 -0.296
O 2.425 3.068 -0.391 0.13 0.133 -0.151
O -29.639 4.106 -4.647 -0.065 0.386 0.327
O 28.859 -6.782 23.165 -0.097 0.58 0.114
O 10.223 4.251 24.447 -0.429 -0.361 -0.224
O 15.334 7.859 25.921 0.112 -0.103 0.215
O -18.852 8.105 -0.382 -0.035 -0.187 -0.187
O 16.164 -3.636 -5.572 0.279 0.562 0.411
O 21.247 -7.94 -6.016 0.754 -0.261 0.178
O -29.295 -3.982 23.185 -0.352 -0.337 0.115
O 7.643 0.818 25.13 -0.273 -0.272 0.119
O -19.067 -6.973 -3.396 -0.068 -0.121 -0.261
O 13.56 -0.365 -4.047 0.369 -0.117 -0.028
O 0.663 -3.569 -2.67 0.209 -0.315 0.005
O 16.445 2.871 22.026 -0.292 0.028 0.562
O 14.511 -3.39 23.145 -0.09 0.358 0.235
O 19.762 -8.077 24.983 -0.34 0.424 0.138
O 17.757 5.673 -6.001 -0.354 0.126 -0.179
O 25.45 -0.854 -5.922 -0.27 0.264 -0.396
O 32.402 0.329 26.149 0.602 0.039 0.051
O 19.224 -3.452 -5.517 -0.211 -0.034 0.138
O 12.059 -1.634 -5.807 -0.091 -0.058 0.019
O 22.604 0.133 -5.877 0.027 0.046 0.035
O 21.595 0.052 -3.484 -0.462 0.018 -0.35
O 17.883 -1.385 23.346 -0.088 -0.49 0.133
O 24.416 -2.725 25.566 0.133 -0.36 -0.068
O -10.109 -1.026 -1.126 -0.367 -0.236 -0.25
O 27.13 4.952 -3.634 0.235 -0.469 0.484
O 19.619 -6.024 -5.473 0.036 -0.127 0.343
O 27.183 1.466 -6.096 -0.202 -0.149 0.274
O 22.585 6.794 -3.121 0.417 0.278 -0.64
O -24.991 -0.375 25.26 -0.126 -0.37 0.145
O 23.363 -0.412 25.085 0.368 0.26 -0.037
O 17.937 -1.613 -1.228 0.289 0.076 -0.099
O -26.093 4.58 -1.345 0.236 0.131 -0.416
O 23.899 7.58 -6.372 -0.321 0.139 -0.287
O 24.466 5.213 -3.774 0.078 0.304 -0.417
O 24.556 1.695 -6.666 -0.248 -0.205 0.162
O 24.752 6.592 22.734 -0.341 0.226 0.081
O 25.825 -6.97 -1.862 -0.004 -0.039 0.535
O 27.168 7.19 25.604 0.135 -0.144 -0.606
O -4.207 -1.114 -1.5 0.19 0.018 -0.434
O 25.866 4.486 23.531 -0.038 0.034 -0.531
O -19.737 1.928 24.566 0.129 -0.356 -0.287
O -32.601 -2.863 22.145 -0.134 0.159 0.261
O -31.659 7.954 -3.859 0.073 -0.027 0.575
O -21.673 -7.198 -3.55 -0.457 0.104 0.147
O -16.731 -5.911 -3.545 0.35 -0.014 0.182
O -12.353 -0.45 -5.562 -0.326 0.002 0.293
O -18.849 5.558 -2.672 0.006 -0.44 0.165
O -18.638 2.03 -6.201 0.108 0.324 0.149
O 31.138 2.423 25.247 0.322 0.207 -0.014
O 31.187 -4.912 22.876 -0.473 -0.633 0.036
O 30.579 5.987 22.7 -0.567 -0.571 -0.104
O 26.465 -1.115 -3.489 -0.162 0.048 0.128
O 14.437 1.946 -1.232 -0.045 -0.222 -0.137
O 6.84 6.167 -3 -0.187 -0.02 -0.316
O 25.93 -4.311 -1.491 0.127 0.018 -0.328
O 6.566 4.468 -1.112 -0.21 -0.303 -0.229
O 2.499 -8.001 24.984 0.299 -0.202 0.179
O -28.734 -3.412 -1.133 0.306 -0.079 -0.093
O -2.736 -3.606 -6.863 0.134 0.314 -0.304
O -26.177 1.302 -6.474 -0.057 -0.274 0.122
O -31.338 5.492 25.754 0.45 -0.268 0.373
O -26.87 -6.506 25.466 0.128 0.123 0.253
O 29.137 2.994 -7.012 -0.227 0.43 -0.044
O -25.247 -0.392 -3.184 0.28 0.349 0.342
O -30.893 2.949 25.206 -0.368 -0.159 -0.178
O -17.69 -6.707 23.516 0.023 -0.017 -0.065
O -27.3 -2.86 21.941 0.187 0.25 0.396
O 17.388 4.509 -1.443 -0.108 0.321 -0.105
O -28.365 3.471 -1.969 -0.226 -0.111 0.491
O 23.402 -2.013 23.111 -0.228 -0.552 0.062
O -6.574 5.849 -1.18 -0.338 -0.174 -0.356
O -25.367 7.145 -2.986 -0.333 -0.174 0.161
O -19.267 -5.339 25.14 0.258 0.52 0.322
O -26.059 -7.006 23.065 -0.096 -0.431 0.129
O -14.255 3.519 -3.894 -0.251 -0.13 0.108
O -12.634 -2.653 -6.781 -0.454 -0.536 0.296
O 21.868 6.792 25.253 -0.191 -0.289 -0.347
O 11.027 -0.359 -3.594 -0.406 0.488 -0.487
O -4.755 5.551 25.584 -0.05 0.6 0.111
O -18.949 -2.682 -0.347 -0.016 -0.175 -0.391
O -14.572 4.662 -1.486 -0.173 0.034 -0.121
O -20.763 4.023 23.246 -0.302 0.664 0.367
O -18.398 0.721 -3.785 0.635 0.228 -0.015
O 21.513 2.49 22.134 -0.27 0.258 0.375
O 19.42 0.371 22.175 -0.034 0.011 0.276
O -15.459 7.086 -5.726 0 -0.144 -0.44
O -0.11 6.066 -5.382 -0.279 -0.078 0.449
O 31.757 -3.857 25.158 0.423 0.422 -0.092
O -17.123 2.271 25.228 0.237 0.134 0.396
O -18.286 -4.244 22.963 -0.396 0.398 0.398
O -10.958 2.638 25.855 -0.103 -0.051 -0.536
O -25.213 -3.69 -2.861 -0.088 -0.22 0.417
O -8.451 -7.003 -4.561 -0.006 -0.241 0.299
O -10.249 -3.203 -5.555 -0.23 -0.089 0.131
O -11.168 5.732 -0.243 0.156 -0.089 -0.635
O 19.359 5.579 24.97 0.58 -0.035 0.714
O -12.203 1.881 -4.449 0.188 0.215 0.456
O -1.561 7.231 23.287 -0.308 -0.175 0.339
O -6.09 -0.656 -5.503 0.038 -0.252 0.062
O -26.96 -6.871 -3.415 -0.454 0.248 0.155
O 10.14 -4.3 -1.037 0.406 0.284 -0.08
O 7.531 1.84 -5.737 0.392 0.171 0.207
O 27.098 -3.002 22.055 0.225 -0.278 0.147
O 4.668 -4.448 23.287 -0.202 0.05 0.396
O -2.708 7.557 -3.411 0.312 0.266 -0.584
O -3.666 3.539 -6.783 0.199 -0.095 0.539
O 21.534 -5.327 -0.506 -0.018 0.027 -0.316
O 18.763 -5.671 22.173 0.011 0.037 0.233
O -6.913 -4.626 22.95 0.436 -0.361 0.41
O -31.749 -6.559 -1.377 0.04 -0.188 -0.463
O 20.898 3.262 -6.046 -0.176 -0.085 0.539
O -16.358 5.102 -3.292 -0.426 -0.311 -0.518
O -4.27 -4.546 -2.656 0.384 0.282 0.158
O -21.862 -5.809 25.456 -0.086 -0.018 -0.283
O 26.175 -7.267 -6.259 -0.108 0.491 0.175
O -2.249 0.107 25.366 -0.365 0.016 0.515
O -4.859 1.061 -2.909 0.22 -0.069 -0.019
O -0.981 -3.428 23.339 -0.443 0.215 0.368
O -3.335 -7.828 -1.018 -0.136 0.072 -0.145
O -24.375 5.449 25.139 0.273 -0.208 0.404
O 20.88 -7.478 -3.488 -0.034 0.188 -0.041
O -0.442 -7.728 -6.079 -0.349 -0.099 0.11
O 5.467 -8.141 22.137 -0.188 0.026 0.293
O 26.118 2.646 25.273 -0.446 -0.172 -0.185
O -20.381 1.735 -2.399 0.069 0.624 -0.208
O 3.142 2.69 -3.809 -0.354 0.356 -0.036
O -25.538 -4.919 -5.128 -0.305 -0.342 -0.25
O -9.22 6.003 25.148 0.184 0.156 0.193
O -29.46 -6.869 -4.038 0.07 0.231 0.356
O 10.653 -2.843 25.402 0.193 -0.58 -0.179
O 7.277 -6.196 -1.205 0.061 0.105 0.044
O -25.398 -7.144 -1.355 0.576 -0.265 -0.224
O -19.883 -5.704 -5.823 -0.118 -0.124 0.093
O 8.757 7.137 -1.397 -0.163 0.399 -0.039
O 1.414 -1.327 -1.63 -0.198 0.366 -0.308
O -28.656 -1.678 24.325 0.384 0.126 0.463
O 7.211 0.084 -3.738 0.117 0.227 0.096
O 15.284 1.545 -4.639 -0.003 0.043 0.22
O -23.23 6.645 -1.542 0.138 0.223 -0.217
O 31.275 4.016 -5.862 -0.227 0.157 0.125
O -27.169 1.3 -2.866 0.224 0.052 -0.414
O 3.631 6.492 22.991 -0.402 0.186 -0.079
O 20.715 7.083 -1.443 -0.258 -0.437 -0.43
O -2.624 -2.784 -0.393 -0.026 -0.217 -0.036
O -11.993 -3.553 -3.264 -0.07 0.682 0.033
O 23.503 -6.858 23.085 0.167 0.025 0.07
O -4.069 -2.857 -4.722 -0.137 0.124 0.167
O 9.147 1.212 23.03 0.105 0.403 0.561
O 17.136 3.226 -3.701 0.378 -0.484 0.212
O 30.147 4.895 25.198 -0.057 0.001 -0.021
O -19.664 -0.346 -5.694 0.111 -0.455 -0.154
O -17.422 -7.486 -5.516 -0.439 0.324 -0.334
O -6.941 5 24.321 0.069 -0.285 0.423
O -16.392 -3.117 -3.084 -0.121 -0.001 0.265
O -16.546 -8.112 25.445 0.494 0.087 0.426
O 17.627 -5.047 26.143 0.078 -0.416 -0.589
O -28.273 6.044 -1.198 -0.092 0.221 -0.407
O -11.014 -4.272 -0.958 0.268 -0.125 0.133
O 19.256 -2.037 -3.366 0.013 0.191 0.232
O 18.767 -7.987 -0.397 0.005 0.089 0.001
O -11.576 -5.007 26.011 0.329 -0.251 -0.394
O -20.6 -6.432 -1.289 -0.024 0.351 -0.173
O 28.191 -1.377 -1.604 -0.048 0.467 -0.008
O -4.172 4.962 -0.716 0.301 0.641 -0.145
O -10.775 -0.082 -3.499 0.388 -0.281 -0.384
O 16.208 5.721 -3.428 -0.035 0.459 -0.48
O 22.18 -6.923 25.404 0.128 -0.039 0.127
O 25.417 6.854 -1.622 -0.544 -0.18 -0.172
O 28.548 6.327 -5.387 0.432 -0.087 -0.054
O 26.073 6.46 -5.744 -0.309 -0.231 0.282
O 28.079 -5.791 -1.416 0.367 0.395 0.131
O 6.726 -2.49 -3.309 -0.006 -0.218 -0.101
O 31.141 1.978 -1.217 -0.052 0.339 -0.094
O 23.756 -1.386 -4.038 0.005 -0.533 0.175
O -18.374 -4.037 -4.334 0.215 0.106 -0.56
O 1.944 7.442 -6.119 0.655 0.339 0.394
O -22.988 -3.655 -6.886 -0.368 0.12 0.323
O -32.268 4.992 -0.345 -0.131 -0.076 -0.789
O 13.053 2.195 -3.407 -0.237 0.096 -0.336
O 29.709 -7.801 -1.508 0.255 0.05 0.078
O 8.017 -2.917 25.516 -0.291 0.396 0.174
O -17.025 6.257 -0.997 0.158 -0.201 -0.264
O 2.285 -3.827 -5.716 -0.085 -0.215 0.138
O 22.128 -4.839 23.92 -0.11 0.002 -0.751
O 13.799 6.793 -3.182 -0.14 0.396 0.511
O 21.308 -1.986 -5.036 0.35 -0.368 -0.019
O 12.219 -2.751 -3.625 -0.108 -0.048 0.551
O -24.443 2.652 -0.541 -0.22 -0.173 -0.531
O -3.627 5.916 -5.397 -0.224 0.297 -0.014
O -20.406 6.944 -4.153 0.483 0.193 -0.086
O -4.969 -5.42 25.829 0.106 0.489 -0.235
O 16.988 -6.253 -1.284 -0.439 -0.17 -0.5
O 13.846 0.621 25.205 0.455 -0.077 0.182
O 14.053 -7.865 -5.228 0.224 0.278 0.373
O -29.873 8.045 -0.544 -0.013 0.169 -0.504
O 4.829 6.447 -1.23 -0.228 0.101 -0.053
O 32.529 5.571 -4.176 0.072 -0.138 0.394
O 19.937 -3.368 -1.225 0.453 0.364 -0.057
O 10.702 5.481 -0.531 0.077 -0.115 -0.61
O -14.81 -1.547 -1.752 -0.087 0.496 -0.264
O 4.593 -6.636 24.57 0.245 -0.689 0.062
O 28.965 3.352 -1.574 -0.524 0.071 -0.361
O -0.91 -7.565 -1.899 -0.003 0.191 0.398
O 1.335 2.407 -5.645 -0.635 -0.134 0.135
O -29.981 5.463 21.681 -0.15 0.113 -0.068
O 32.135 1.177 23.318 0.581 -0.085 0.051
O 25.734 0.968 -1.4 0.519 -0.269 -0.193
O 3.742 1.602 23.319 -0.244 0.172 0.275
O -25.513 -1.548 23.065 -0.003 -0.424 0.38
O 32.033 6.623 24.642 0.286 0.244 -0.338
O 31.549 6.701 -1.534 0.43 0.115 -0.457
O 14.35 4.296 -2.425 0.071 -0.287 0.112
O -13.104 -0.568 25.144 0.579 -0.143 0.001
O 30.517 -0.267 24.715 0.308 -0.424 0.445
O -2.35 5.025 -3.325 0.578 -0.093 0.327
O 21.771 -2.579 25.092 -0.459 0.183 0.451
O -27.156 -5.389 -0.444 -0.085 0.05 -0.508
O -24.628 -2.48 -0.378 -0.153 0.136 -0.214
O -32.007 3.032 -4.416 -0.014 -0.38 -0.133
O -4.263 -1.529 -7.062 -0.201 -0.095 -0.347
O -6.413 -5.908 -3.371 0.028 -0.209 0.073
O 16.668 -7.723 22.106 0.193 -0.11 0.676
O 12.915 1.386 -5.883 -0.17 0.292 0.044
O -17.137 7.644 -3.219 0.552 -0.003 -0.225
O 15.253 -4.269 -1.301 -0.364 0.286 -0.269
O 20.228 -4.666 25.79 0.088 -0.242 0.105
O -13.872 6.756 25.027 -0.827 0.107 -0.181
O -3.441 2.837 -4.081 0.241 -0.31 -0.244
O -5.447 3.602 -2.423 -0.033 -0.161 0.276
O -31.227 -4.027 -1.404 -0.042 0.029 0.447
O -31.448 -1.305 -5.869 0.333 0.205 0.399
O -28.473 2.261 25.728 0.02 0.094 -0.275
O -19.227 3.147 -0.254 0.111 0.274 -0.584
O -0.141 -5.807 -3.568 -0.063 0.125 -0.709
O -31.064 -3.867 -5.585 0.405 -0.126 0.452
O 12.648 -4.77 24.539 0.086 0.303 -0.051
O -21.703 8.148 -6.032 -0.407 0.352 0.036
O 32.518 7.287 -6.147 -0.396 0.147 0.069
O -15.499 -0.653 -4 0.094 0.398 0.401
O 25.009 0.897 -4.007 -0.013 0.326 -0.429
O -13.008 3.497 -6.26 -0.249 0.02 -0.363
O 1.431 -6.677 -1.625 0.309 0.244 -0.381
O 19.586 0.96 26.24 0.104 -0.339 -0.262
O -21.21 4.549 -3.451 0.288 -0.068 0.736
O -19.713 -0.639 -1.682 -0.361 -0.063 -0.295
O -9.432 1.4 -1.781 0.361 -0.256 0.271
O -17.168 0.94 23.042 0.235 -0.247 0.443
O -1.901 -3.859 -3.6 0.322 0.165 -0.314
O 9.3 -5.96 -2.832 0.005 -0.113 -0.635
O -9.425 -3.356 -3.021 0.434 0.406 0.226
O -8.234 -2.618 -0.228 -0.102 -0.056 -0.249
O -22.006 -1.208 -6.257 -0.213 0.082 -0.206
O 9.214 -1.146 24.071 0.728 0.257 0.041
O 29.363 -3.735 25.959 -0.014 -0.151 -0.43
O 7.36 -7.67 -3.237 -0.278 -0.249 -0.514
O -13.255 7.734 -0.134 0.056 -0.126 -0.263
O -22.39 7.24 24.868 0.15 0.023 -0.282
O -31.399 -8.147 25.254 0.108 0.085 0.308
O -21.478 1.443 -6.07 0.314 0.103 -0.058
O -9.412 7.246 -5.814 0.567 -0.168 0.098
O -3.543 -5.361 -5.08 -0.202 -0.559 0.16
O -1.701 6.457 -1.189 -0.433 -0.544 -0.523
O 3.419 0.167 25.714 -0.194 -0.526 -0.075
O 3.074 -2.967 -0.422 0.083 -0.158 -0.494
O -26.146 3.496 25.681 0.322 -0.251 -0.177
O -21.406 5.127 -0.417 0.119 -0.041 -0.406
O 28.524 -1.409 23.285 0.045 -0.249 0.425
O 25.698 -3.384 -5.324 -0.533 -0.263 0.245
O -8.146 3.17 -3.239 0.178 0.781 -0.144
O -4.797 6.052 -3.063 -0.268 0.507 -0.16
O -0.731 0.984 -1.225 0.515 -0.155 0.103
O -7.946 -4.415 -4.955 0.257 0.139 -0.298
O -29.821 1.817 -3.41 -0.043 -0.25 -0.114
O -13.996 6.114 -3.663 0.339 0.1 0.091
O 0.448 6.797 24.879 -0.323 -0.568 0.196
O 11.375 -1.14 -1.157 -0.107 -0.166 -0.231
O -10.459 8.075 -3.517 -0.392 -0.488 0.062
O 11.219 -4.645 -5.441 -0.173 0.177 -0.296
O -17.893 1.286 -1.386 0.606 -0.201 -0.357
O -1.36 0.426 -3.792 -0.401 -0.066 -0.03
O 9.915 -7.019 -5.463 -0.154 -0.17 0.076
O -4.05 1.676 24.44 -0.125 0.291 -0.259
O 6.621 -0.891 -1.283 -0.301 0.175 -0.322
O 9.87 0.946 -1.394 0.376 0.068 -0.304
O 8.136 2.646 -0.334 0.088 -0.042 -0.536
O 8.112 -2.775 -0.249 -0.09 -0.107 -0.497
O 13.417 -8.075 -0.386 0.143 0.197 -0.078
O -1.117 -4.773 -1.275 0.191 -0.578 -0.085
O -10.129 -1.702 22.912 -0.341 0.323 0.274
O 15.529 -6.05 -6.046 0.785 0.043 0.054
O -21.972 3.061 25.35 -0.089 0.214 0.31
O -32.01 -5.725 24.459 0.053 0.095 -0.003
O -23.136 -4.645 -4.069 0.563 -0.096 -0.182
O -9.331 -4.091 23.675 -0.028 -0.075 0.206
O 23.281 1.615 -2.21 -0.03 0.558 -0.11
O 16.184 0.127 -0.435 -0.009 -0.078 -0.528
O 12.24 3.459 -1.227 -0.133 -0.335 0.065
O -12.716 4.345 24.77 -0.021 -0.446 -0.327
O 31.028 3.705 -3.22 0.039 0.649 -0.13
O -10.152 0.848 -5.93 0.195 -0.384 -0.024
O 11.234 -6.693 -1.086 0.06 -0.413 -0.498
O 24.18 5.567 25.135 0.333 -0.032 0.136
O 13.415 -2.637 -0.413 0.102 0.046 -0.325
O 17.411 7.206 24.487 -0.111 0.352 -0.299
O 29.626 0.656 -5.983 0.056 -0.092 -0.393
O 15.242 6.431 -1.097 0.439 0.179 -0.247
O 18.973 2.755 -0.415 -0.037 -0.118 -0.373
O 24.369 -5.422 25.111 -0.047 0.518 0.346
O 30.783 -6.405 24.94 0.282 -0.08 0.089
O 5.076 2.168 25.28 0.146 -0.295 0.487
O 20.389 5.753 -5.516 0.064 0.293 -0.409
O 2.765 -2.287 -3.673 0.283 0.279 0.195
O 1.064 1.222 -3.265 0.216 -0.328 0.358
O 27.894 -3.187 -3.661 0.264 -0.217 0.15
O 5.164 -5.031 -0.351 0.022 -0.042 -0.627
O 31.684 -0.021 -4.698 0.298 0.054 0.249
O 20.803 1.162 -1.311 -0.383 0.178 -0.28
O 24.513 2.855 -0.2 0.003 0.034 -0.017
O -20.567 5.994 26.181 -0.323 -0.232 -0.027
O -13.212 -7.104 26.095 -0.232 0.12 -0.169
O 0.359 5.11 -0.353 0.071 -0.227 -0.637
O 27.243 5.24 -0.623 -0.09 0.095 -0.446
O -23.049 6.992 -4.171 -0.4 0.106 -0.458
O -14.076 -5.166 -2.997 -0.359 0.23 0.407
O 22.689 -7.409 -1.538 0.28 -0.174 -0.518
O 11.749 2.241 25.206 0.334 -0.153 -0.68
O 31.056 7.792 -3.848 -0.248 0.534 -0.418
O 27.294 4.765 25.849 -0.013 -0.211 0.086
O -14.164 -2.846 -4.211 0.029 0.149 -0.502
O 6.864 -5.098 -3.609 -0.311 -0.09 -0.13
O 7.118 3.454 25.544 0.404 0.627 0.281
O -4.154 -7.035 23.248 -0.044 0.301 0.455
O -26.613 -0.711 -1.054 -0.586 0.103 0.169
O -22.599 3.826 -5.564 -0.41 0.61 -0.159
O -28.231 5.711 -6.069 0.053 -0.119 -0.415
O 2.871 0.391 -5.057 -0.346 -0.317 0.026
O 29.951 -2.86 -0.477 -0.127 -0.072 -0.245
O 31.585 -4.734 -1.328 -0.42 -0.034 -0.205
O -30.628 -1.522 -1.068 0.116 0.19 -0.435
O 26.185 -7.005 24.432 -0.091 -0.653 -0.138
O -2.575 -5.285 22.309 0.163 -0.129 0.481
O -14.924 -7.04 -1.397 -0.771 -0.147 -0.166
O -25.388 4.026 23.179 0.409 0.193 -0.11
O -23.494 -6.151 -6.164 -0.133 -0.519 -0.043
O 2.773 5.721 25.353 0.257 -0.165 0.71
O -18.893 4.064 25.719 0.119 0.147 -0.154
O -11.435 7.323 25.626 0.078 0.196 -0.19
O -11.928 0.871 -1.302 -0.394 -0.006 -0.358
O -17.742 6.524 -6.75 0.267 -0.023 -0.225
O -14.87 1.266 24.356 -0.054 0.145 0.47
O -27.491 5.292 -3.565 0.225 0.402 -0.14
O 9.365 2.394 26.258 0.268 -0.236 0.375
O 10.533 6.861 -6.217 -0.309 -0.096 -0.296
O -7.652 -5.581 25.172 -0.111 0.176 0.636
O -30.198 0.358 25.133 -0.418 -0.214 0.195
O -28.733 7.274 25.422 -0.219 0.539 -0.093
O -29.293 4.917 24.285 0.153 -0.09 -0.294
O 11.97 -6.967 23.352 -0.418 -0.246 0.064
O -20.625 -3.254 -5.594 0.125 0.439 0.362
O -6.039 2.623 -4.718 0.198 0.423 -0.578
O 16.948 -2.601 25.537 0.053 0.089 0.437
O 13.249 -2.42 25.366 0.146 0.351 0.224
O -13.251 -2.932 -0.353 0.136 0.094 -0.462
O 9.2 7.083 -4.009 -0.054 -0.237 0.099
O 13.212 -7.046 25.73 -0.108 0.027 0.286
O -0.078 -0.037 -6.148 0.595 0.041 0.212
O -24.241 0.676 22.866 -0.135 0.394 0.165
O -2.648 2.719 -0.386 0.244 0.024 -0.126
O -2.13 5.197 26.082 0.245 0.384 -0.295
O -22.64 0.806 -1.363 -0.149 -0.274 -0.317
O -27.187 3.425 -5.378 0.452 -0.33 0.421
O 23.011 4.636 -1.527 0.04 0.057 -0.078
O -6.447 -1.029 -2.938 0.002 -0.542 0.091
O -13.599 -5.45 22.297 0.011 -0.221 0.683
O 4.43 2.013 -1.604 0.622 -0.397 -0.042
O -12.904 7.279 -5.74 0.095 -0.095 0.2
O -31.602 -6.386 -5.609 -0.058 -0.227 -0.584
O -13.539 2.654 -0.343 0.058 -0.188 -0.483
O -27.819 -1.121 -3.405 -0.063 0.063 -0.302
O -12.494 -7.128 -2.281 -0.044 -0.414 -0.004
O -10.493 -5.677 -3.104 0.301 -0.087 -0.558
O 27.007 -4.599 24.874 0.125 0.238 -0.136
O 13.001 6.153 -5.597 0.444 -0.427 0.003
O -9.628 4.034 -1.335 0.004 0.233 -0.5
O -22.865 -3.836 -1.595 0.66 -0.129 -0.2
O -10.691 -2.617 25.27 0.043 0.65 0.264
O -10.874 5.189 -6.562 0.01 0.023 0.432
O 31.367 -1.845 -6.439 -0.496 0.085 -0.105
O -30.064 7.703 -5.851 -0.247 0.001 0.031
O -24.901 8.043 25.003 0.015 -0.241 0.48
O 17.673 -3.946 -2.365 0.194 -0.146 -0.426
O -14.664 1.466 -5.436 0.014 0.22 -0.408
O -8.04 7.956 -0.335 -0.053 0.196 -0.538
O -6.496 -0.138 25.278 0.162 -0.502 -0.24
O 24.905 -8.138 -4.038 -0.733 0.231 -0.12
O 7.022 -3.466 -5.682 0.063 0.297 0.054
O 17.745 1.509 -5.535 0.008 -0.166 -0.013
O -6.61 -4.079 -1.494 -0.066 0.453 -0.162
O -25.603 -2.273 -5.027 -0.382 0.255 -0.414
O 24.35 -2.579 -0.459 0.081 0.032 -0.403
O 11.921 6.092 25.201 0.676 0.648 -0.134
O 31.664 -4.444 -5.739 -0.196 -0.107 0.209
O -16.986 0.123 -5.934 -0.205 -0.181 -0.281
O -30.49 -3.02 25.508 -0.496 -0.237 -0.249
O -10.779 -8.083 22.147 -0.184 -0.238 0.165
O 25.803 3.626 -5.479 -0.187 0.417 -0.08
O 25.492 3.102 -2.858 0.419 0.029 0.091
O -17.829 -4.622 -1.618 -0.312 -0.347 -0.07
O -6.053 -7.639 24.989 -0.166 -0.538 0.298
O -30.285 2.91 -0.092 0.078 -0.201 -0.399
O -12.878 -5.082 -5.28 -0.266 0.135 -0.064
O 17.664 3.631 25.445 -0.16 -0.401 0.204
O -22.76 2.435 -3.361 -0.334 -0.028 0.117
O -5.324 -6.203 -0.926 -0.599 -0.005 0.063
O -27.256 2.577 22.129 -0.228 0.203 0.369
O 18.732 5.391 -3.582 0.333 -0.134 0.154
O 18.969 -0.832 -5.669 0.036 -0.091 0.174
O -19.177 4.887 -5.169 0.203 -0.287 -0.072
O -12.621 0.865 23.041 0.419 0.002 0.645
O -20.573 -4.841 -3.412 -0.136 0.318 0.186
O 16.111 3.577 -6.087 -0.747 -0.064 -0.453
O 0.873 -3.424 25.259 0.206 0.392 0.404
O 13.748 -4.544 -4.769 -0.051 0.116 -0.146
O -5.057 6.751 23.449 0.044 0.009 -0.525
O 15.909 -5.409 -3.547 -0.18 -0.587 0.134
O 0.292 -5.252 -6.647 -0.057 0.284 0.268
O -32.585 0.06 -0.385 0.096 0.076 -0.397
O 27.283 7.611 -3.339 0.439 0.512 -0.033
O -20.158 -7.771 25.593 0.472 -0.053 -0.553
O -0.181 -1.158 24.675 -0.147 0.236 -0.194
O -10.198 -7.185 -1.055 -0.288 0.106 -0.017
O 20.05 3.058 24.666 0.192 -0.194 -0.527
O -24.455 -5.671 24.794 0.057 0.365 -0.135
O 8.153 5.326 22.267 0.026 -0.039 0.188
O 18.92 7.78 -4.887 -0.642 0.192 -0.075
O 8.885 -5.009 -6.665 -0.21 -0.413 0.009
O 2.437 2.575 25.432 -0.068 0.442 0.237
O 0.275 -1.528 -4.101 0.268 0.013 0.024
O -24.187 -0.111 -5.489 0.496 0.031 0.162
O -2.067 -1.455 -5.49 0.127 0.204 0.156
O 15.705 5.357 25.415 -0.503 -0.248 -0.21
O 8.96 -1.31 -2.413 0.208 -0.588 -0.037
O 29.318 6.197 -2.817 -0.049 -0.622 0.33
O -23.343 -2.069 -3.693 0.206 0.297 -0.256
O -32.341 -5.081 -3.539 -0.135 0.229 0.141
O -28.938 1.026 -1.108 0.312 -0.813 -0.224
O -6.144 0.372 -0.738 -0.398 -0.407 0.052
O 2.901 8.019 -0.413 -0.004 -0.163 -0.275
O 10.754 -6.253 25.646 -0.197 0.06 -0.164
O 22.791 5.11 -6.307 0.651 -0.26 0.191
O -7.526 2.66 -0.646 0.245 0.091 0.014
O 0.81 8.063 -3.811 0.443 -0.171 0.162
O -28.39 7.06 22.89 0.282 0.244 0.07
O 11.518 -0.338 25.528 -0.671 0.133 -0.066
O 3.88 -1.788 -6.047 -0.108 -0.096 -0.207

Results
total energy: -406611.911 eV
total energy less fixed offsets of O -438.25, Si -107.07 eV per atom: 0.889 eV
